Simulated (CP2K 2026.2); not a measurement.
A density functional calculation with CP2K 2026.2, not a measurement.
Periodic cell of 2016 atoms, Si1440O576, from a study of silicon, its oxide and their interface. The atomic structure is a simulated model.
Doubt: the forces sum to 4.38 eV/angstrom along one axis rather than to zero, so they err by at least 0.0022 eV/angstrom per atom on average; the grid cutoff is modest.

Settings: functional PBE; method Gaussian and plane waves; basis set DZVP-MOLOPT-SR-GTH; pseudopotentials GTH-PBE; grid cutoff 300 Ry, relative cutoff 40 Ry; k points Gamma only; occupations fixed; spin none; net charge 0.

Cell vectors (angstrom)
a 65.28 0 0
b 0 16.32 0
c -2.6888 2.1363 33.1843

Atoms and the computed forces on them: element, x, y, z (angstrom), force x, y, z (eV/angstrom)
Si 1.177 -1.227 0.164 0.152 -0.052 0.729
Si 4.358 1.041 0.198 -0.319 0.251 0.678
Si 1.313 4.516 -0.031 0.06 -0.356 0.692
Si 3.786 7.08 0.186 0.164 -0.035 0.703
Si 1.701 -6.931 0.086 -0.277 0.106 0.708
Si 4.424 -4.388 -0.003 -0.098 0.182 0.703
Si 6.644 -1.161 0.277 0.21 -0.288 0.76
Si 9.251 1.486 0.074 0.224 -0.086 0.744
Si 6.935 3.598 0.058 0.007 0.299 0.695
Si 9.632 6.295 -0.553 -0.352 0.464 0.634
Si 6.612 9.712 0.144 0.058 0.002 0.587
Si -6.657 -4.339 0.142 -0.113 0.111 0.665
Si -3.837 -1.746 0.145 -0.005 0.219 0.762
Si -0.96 1.056 -0.157 -0.253 0.196 0.682
Si -4.272 4.219 0.065 0.337 -0.212 0.64
Si -1.036 6.616 -0.059 -0.195 0.164 0.713
Si -4.325 -6.447 -0.101 0.183 -0.29 0.69
Si -1.518 -3.798 0.116 0.045 -0.239 0.761
Si 2.735 -0.062 1.444 -0.018 -0.004 -0.047
Si 5.391 2.664 1.499 0.009 0.011 -0.075
Si 2.675 5.549 1.545 0.003 0.014 -0.045
Si 5.424 8.179 1.409 0.001 0.003 -0.042
Si 2.838 -5.421 1.409 0.007 0.02 -0.033
Si 5.453 -2.799 1.406 -0.007 -0.018 -0.036
Si 8.189 0.011 1.532 0.008 0.027 -0.036
Si -5.389 2.632 1.359 -0.01 0.008 -0.04
Si 8.111 5.372 1.071 0.001 -0.008 -0.054
Si -5.382 8.184 1.213 -0.003 0.028 -0.035
Si 8.116 -5.439 1.481 -0.029 0.011 -0.032
Si -5.439 -2.823 1.458 0.004 0.002 -0.056
Si -2.637 -0.02 1.23 0.034 0 -0.063
Si 0.14 2.735 1.112 0.017 0.038 -0.051
Si -2.636 5.437 1.232 -0.003 0.006 -0.032
Si 0.041 8.205 1.304 0.011 -0.007 -0.059
Si -2.721 -5.432 1.298 -0.008 0.004 -0.078
Si -0.01 -2.702 1.499 -0.005 0.009 -0.071
Si 1.387 1.412 2.665 -0.036 -0.008 0.013
Si 4.059 4.106 2.759 0.007 -0.013 0.009
Si 1.292 6.88 2.823 -0.019 0.038 0.03
Si 4.106 9.525 2.814 -0.012 -0.001 0.047
Si 1.394 -4.107 2.729 0.005 0.007 0.009
Si 4.063 -1.461 2.768 0.011 -0.001 0.027
Si 6.769 1.334 2.851 -0.009 -0.014 0.034
Si 9.491 4.105 2.568 -0.016 -0.012 0.032
Si 6.837 6.735 2.577 0.024 -0.008 0.012
Si 9.528 -6.927 2.577 0.035 -0.021 0.034
Si 6.809 -4.065 2.824 -0.005 0.014 0.022
Si -6.813 -1.402 2.698 -0.014 0.009 0.004
Si -4.009 1.282 2.654 0 -0.015 0.021
Si -1.296 4.021 2.566 0.027 0.01 0.007
Si -4.017 6.814 2.598 -0.014 -0.009 0.02
Si -1.371 -6.808 2.643 0.008 0.005 0.034
Si -4.072 -4.169 2.776 0.027 0.005 0.055
Si -1.379 -1.321 2.77 -0.037 0.009 0.043
Si 0.015 0.051 4.059 0.01 -0.002 -0.01
Si 2.71 2.726 4.088 -0.003 -0.022 0.008
Si -0.043 5.4 4.05 -0.002 0.002 -0.016
Si 2.708 8.19 4.144 0.007 -0.014 0.002
Si -0.006 -5.47 4.039 -0.004 -0.014 -0.007
Si 2.702 -2.764 4.134 0.019 0.002 0.006
Si 5.412 -0.07 4.126 0 -0.003 0.002
Si 8.172 2.772 4.047 0.013 0.02 -0.016
Si 5.479 5.45 4.034 0.004 0.018 0.021
Si 8.165 -8.22 3.987 -0.011 0.019 0.008
Si 5.455 -5.439 4.153 0.001 -0.004 -0.003
Si 8.193 -2.699 4.115 -0.02 -0.004 -0.003
Si -5.42 -0.038 4.025 -0.001 0.004 0.015
Si -2.672 2.695 3.985 0.012 0.004 -0.007
Si -5.408 5.441 3.971 0.002 -0.007 -0.007
Si -2.709 8.142 4.024 -0.006 -0.002 0.001
Si -5.474 -5.535 4.062 0.002 -0.008 -0.005
Si -2.733 -2.737 4.091 -0.001 0.002 -0.017
Si 1.382 -1.387 16.301 0.01 0.016 -0.009
Si 4.089 1.325 16.338 -0.01 -0.009 -0.008
Si 1.377 4.028 16.331 0.012 0.006 -0.005
Si 4.094 6.773 16.289 -0.012 0.006 -0.014
Si 1.394 -6.8 16.275 -0.01 0.002 -0.007
Si 4.096 -4.096 16.314 -0.01 0.008 0.003
Si 6.825 -1.373 16.339 -0.001 -0.01 -0.009
Si -6.774 1.249 16.314 -0.014 -0.004 -0.006
Si 6.793 4.055 16.303 -0.007 0.011 -0.001
Si -6.787 6.721 16.298 -0.013 -0.015 -0.002
Si 6.803 -6.823 16.303 0.003 -0.006 0.001
Si -6.779 -4.117 16.278 0.006 -0.008 -0.003
Si -4.061 -1.424 16.348 -0.001 -0.003 -0.008
Si -1.335 1.301 16.308 -0.002 -0.006 -0.002
Si -4.065 4.013 16.281 -0.006 -0.002 -0.006
Si -1.324 6.735 16.274 0.006 0.005 -0.002
Si -4.058 9.454 16.225 -0.005 -0.004 -0.011
Si -1.358 -4.105 16.283 -0.005 -0.001 -0.007
Si 2.729 -0.046 17.698 0.004 -0.028 -0.01
Si 5.471 2.676 17.689 -0.002 -0.003 -0.005
Si 2.752 5.414 17.657 -0.015 0.003 0.002
Si 5.453 8.119 17.66 0.008 -0.018 0.001
Si 2.746 -5.462 17.681 0.001 0.003 -0.006
Si 5.462 -2.744 17.682 0.004 0.017 -0.003
Si 8.187 -0.018 17.721 0.017 -0.006 -0.019
Si -5.397 2.614 17.628 0.004 0.005 0.007
Si 8.132 5.449 17.642 0.006 0.016 0.001
Si -5.354 8.057 17.594 0.023 0.01 -0.023
Si 8.175 -5.497 17.681 -0.004 0.003 0.009
Si -5.466 -2.776 17.697 0.016 0.005 -0.011
Si -2.632 -0.1 17.688 -0.006 -0.009 -0.017
Si 0.007 2.656 17.689 -0.005 -0.008 -0.004
Si -2.686 5.362 17.627 0.007 -0.005 -0.003
Si 0.038 -8.183 17.585 0.013 -0.006 0.022
Si -2.781 -5.452 17.583 -0.01 0.005 -0.006
Si 0.033 -2.765 17.641 -0.023 -0.007 -0.014
Si 1.345 1.286 19.065 -0.009 -0.025 -0.02
Si 4.132 4.066 19.02 -0.01 0.021 -0.008
Si 1.402 6.816 18.981 0.006 0.03 -0.042
Si 4.112 -6.846 19.017 -0.019 0.004 -0.013
Si 1.377 -4.093 19.025 0.023 0.019 -0.012
Si 4.112 -1.388 19.067 0.009 -0.009 -0.046
Si 6.812 1.306 19.084 -0.042 0.008 0.005
Si -6.737 3.942 19.015 -0.003 0.005 -0.031
Si 6.8 6.784 19.061 0.007 -0.004 -0.024
Si -6.664 9.47 18.892 0.025 0.028 -0.029
Si 6.817 -4.124 19.028 -0.013 0.015 -0.052
Si 9.556 -1.334 19.136 0.025 0.004 -0.001
Si -4.013 1.266 18.983 -0.01 0.028 -0.01
Si -1.365 4.021 19.033 -0.001 -0.016 -0.008
Si -4.03 6.691 18.999 -0.041 0.008 -0.02
Si -1.403 -6.825 18.84 0.011 -0.015 -0.049
Si -4.119 -4.141 19.037 -0.005 -0.011 -0.022
Si -1.282 -1.479 19.087 -0.006 0.025 -0.027
Si 0.095 -0.151 20.506 0.041 -0.006 0.032
Si 2.72 2.719 20.318 0.007 -0.027 0.052
Si -0.042 5.492 20.288 -0.004 0.016 0.068
Si 2.789 8.147 20.411 -0.026 0.001 0.032
Si -0.072 -5.496 20.206 -0.013 -0.009 0.058
Si 2.776 -2.804 20.428 -0.001 -0.013 0.053
Si 5.453 -0.017 20.495 -0.009 -0.006 0.047
Si 8.188 2.707 20.363 0.007 0.014 0.051
Si 5.497 5.389 20.441 0 -0.006 0.044
Si 8.186 8.081 20.467 0.004 0.004 0.074
Si 5.49 -5.548 20.382 0.009 0.006 0.056
Si 8.179 -2.761 20.407 -0.015 -0.001 0.059
Si -5.348 -0.121 20.343 0.007 -0.018 0.063
Si -2.671 2.601 20.401 0 -0.008 0.066
Si -5.306 5.258 20.363 0.016 -0.036 0.041
Si -2.712 -8.156 20.249 -0.003 0.014 0.056
Si -5.45 -5.527 20.423 -0.001 0.008 0.03
Si -2.701 -2.851 20.396 0.003 -0.026 0.046
Si 1.829 -1.16 21.813 -0.412 -0.283 -0.629
Si 3.89 1.288 21.742 0.326 0.162 -0.673
Si 1.587 4.387 21.49 -0.195 -0.256 -0.709
Si 3.941 6.56 21.748 0.315 0.376 -0.579
Si 1.079 -7.016 21.496 0.204 -0.018 -0.716
Si 4.286 -4.083 21.72 -0.314 -0.19 -0.678
Si 6.507 -1.755 21.725 0.268 0.263 -0.693
Si -6.436 1.405 21.699 -0.258 -0.006 -0.693
Si 7.027 4.165 21.769 -0.276 -0.099 -0.705
Si -6.953 6.511 21.377 0.14 -0.027 -0.72
Si 7.083 -6.608 21.748 -0.15 -0.19 -0.657
Si 9.361 -4.444 21.519 0.004 0.113 -0.683
Si -3.823 -1.274 21.705 -0.259 -0.26 -0.684
Si -1.566 0.966 21.686 0.251 0.253 -0.722
Si -4.242 3.665 21.785 0.147 0.206 -0.727
Si -1.134 7.132 21.587 -0.071 -0.197 -0.714
Si -3.823 -6.667 21.671 -0.241 -0.142 -0.721
Si -1.58 -4.471 21.672 0.109 0.203 -0.722
Si -8.957 5.943 25.82 -0.031 0.015 0.03
Si -2.357 0.975 -2.832 0.096 -0.024 0.036
Si 8.17 -2.556 -2.033 0.006 -0.039 0.114
Si -4.055 -2.336 24.669 0.131 -0.021 -0.034
Si -5.087 -0.024 -2.032 -0.127 0.026 0.064
Si 0.77 3.88 -4.585 0.039 0.089 -0.01
Si 6.132 1.629 -4.455 -0.005 -0.127 0.061
Si -6.477 -3.947 24.915 -0.134 -0.073 -0.098
Si -0.785 -0.843 -4.471 0 -0.018 -0.061
Si -1.592 6.504 24.509 -0.025 0.085 -0.203
Si -6.265 -6.832 -6.845 0.156 0.008 -0.104
Si -6.731 -6.57 25.934 0.037 -0.061 0.023
Si 5.072 -1.643 -6.499 0.073 0.016 -0.1
Si -9.385 3.313 24.507 -0.033 0.072 -0.023
Si -6.082 -2.673 -6.529 -0.12 0.081 0.121
Si -7.25 0.978 24.543 0.051 0.022 -0.064
Si -1.413 -3.576 24.565 -0.085 -0.001 -0.03
Si 2.858 -1.305 24.501 -0.095 0.009 0.021
Si 5.188 3.062 24.044 0.016 -0.021 -0.056
Si 1.038 -3.356 -4.163 -0.02 0.056 0.093
Si 3.931 5.946 24.626 0.127 0.089 0.002
Si 3.305 5.386 -2.141 -0.047 0 0.085
Si 8.002 6.376 -3.41 0.292 -0.066 0.087
Si 0.071 -5.392 -2.057 0.067 0.048 0.057
Si -2.17 3.333 -4.785 0.038 0.045 0.113
Si 5.861 -1.699 24.459 -0.002 -0.003 -0.009
Si -6.615 -0.215 -4.542 -0.009 -0.031 -0.151
Si -4.139 4.327 -2.915 -0.188 -0.042 0.006
Si 1.099 4.827 24.375 0.079 0.074 -0.129
Si 1.678 1.181 -4.329 0.032 -0.053 0.088
Si -7.623 -4.177 -2.692 -0.059 0.09 0.088
Si 4.115 0.281 -2.573 0.058 0.089 0.091
Si -6.593 2.952 -4.47 -0.017 -0.015 -0.002
Si -3.14 4.107 24.756 -0.07 -0.139 -0.124
Si 1.145 6.618 -3.866 -0.002 -0.018 -0.011
Si 4.83 7.043 -6.863 -0.017 0.123 -0.112
Si -5.823 6.899 -2.99 -0.059 -0.093 0.127
Si 3.059 -2.483 -2.033 0.001 0.019 0.098
Si 6.832 -7.182 24.752 0.079 -0.044 -0.114
Si -5.61 -8.114 23.717 0.073 0.083 0.002
Si 2.482 -5.484 23.869 0.16 -0.004 0.034
Si 2.116 5.739 -6.453 0.002 0.076 0.082
Si -1.906 1.572 24.589 -0.066 -0.048 0.012
Si -5.423 -4.982 -4.616 0.021 -0.033 -0.066
Si 5.015 -4.438 -5.953 -0.003 0.045 -0.063
Si -3.426 4.924 -7.007 0.059 0.02 0.06
Si 7.505 5.822 -6.354 0.076 -0.112 0.127
Si 3.512 -6.661 -7.049 0.033 -0.09 -0.028
Si -3.901 -7.084 -3.17 -0.026 0.082 0.095
Si -1.735 -1.044 25.941 -0.065 0.03 -0.099
Si 8.06 -7.194 -2.445 -0.029 0.002 -0.034
Si -4.505 1.875 25.77 0.095 0.004 -0.019
Si 3.806 1.096 -6.293 0.066 0.032 0.114
Si -1.269 -8.075 -2.714 0.079 -0.126 0.007
Si 1.347 -1.35 5.427 -0.02 0.008 0.002
Si 4.057 1.338 5.435 0.004 -0.01 0.005
Si 1.341 4.078 5.427 0.006 0.017 0.003
Si 4.101 6.793 5.415 0.006 0.004 0.007
Si 1.33 9.529 5.465 -0.006 0.004 0.006
Si 4.071 -4.099 5.489 -0.005 -0.005 0.002
Si 6.811 -1.371 5.471 -0.012 -0.002 0.014
Si 9.536 1.406 5.393 -0.01 -0.014 0.011
Si 6.809 4.099 5.419 -0.005 -0.019 0.006
Si -6.796 6.744 5.378 0.004 -0.012 0.005
Si 6.834 -6.848 5.403 0.018 -0.01 0.006
Si 9.548 -4.125 5.373 0.014 -0.017 0
Si -4.104 -1.393 5.431 -0.002 -0.007 0.012
Si -1.357 1.368 5.421 -0.002 0.005 0.009
Si -4.063 4.058 5.341 -0.005 0.016 0.007
Si -1.392 6.762 5.408 0.004 0.003 0.012
Si -4.087 -6.86 5.413 -0.001 0 0.005
Si -1.351 -4.102 5.414 -0.003 0.002 0.003
Si 2.706 -0.012 6.802 0.005 0.004 -0.006
Si 5.439 2.716 6.759 0.004 -0.002 0.004
Si 2.728 5.428 6.767 0.006 -0.005 0
Si 5.452 -8.171 6.777 -0.003 0.003 -0.004
Si 2.698 -5.45 6.826 -0.003 0.01 0.007
Si 5.443 -2.732 6.815 0.007 -0.007 0.005
Si 8.173 0.034 6.763 -0.008 0.003 0.003
Si -5.417 2.699 6.741 0.011 -0.003 -0.003
Si -8.154 5.396 6.763 0.006 0.006 -0.003
Si 10.872 -8.147 6.717 0.002 0.007 -0.002
Si 8.179 -5.461 6.751 -0.007 -0.006 -0.003
Si 10.877 -2.718 6.732 0.001 -0.003 -0.007
Si -2.724 -0.018 6.763 -0.005 0.003 -0.002
Si -0.005 2.714 6.792 -0.007 0.006 0
Si -2.746 5.405 6.764 0.003 0.001 -0.005
Si -0.021 8.122 6.776 0.002 -0.005 -0.003
Si -2.725 -5.476 6.761 -0.005 -0.006 -0.007
Si -0.006 -2.732 6.779 0.003 0.007 -0.003
Si 1.349 1.347 8.152 -0.005 -0.007 -0.001
Si 4.078 4.063 8.129 -0.006 0 -0.002
Si 1.362 6.779 8.131 0.002 0.01 0.002
Si 4.081 -6.821 8.14 -0.004 -0.007 0.001
Si 1.347 -4.08 8.163 0.012 0.001 0.001
Si 4.075 -1.368 8.155 -0.002 0.008 0.001
Si 6.798 1.368 8.127 0.005 -0.001 0.004
Si -6.794 4.034 8.122 -0.005 0.002 -0.002
Si 6.8 6.794 8.136 -0.002 0.008 0.003
Si 9.525 -6.808 8.112 0.001 -0.003 0.009
Si 6.811 -4.109 8.128 -0.014 -0.004 -0.002
Si 9.516 -1.356 8.1 -0.002 -0.007 -0.004
Si -4.081 1.336 8.126 0.004 0.005 -0.001
Si -1.373 4.064 8.137 0 0.006 0.004
Si -4.099 6.753 8.139 -0.019 -0.017 0.004
Si -1.374 -6.835 8.136 -0.006 -0.003 -0.005
Si -4.085 -4.122 8.13 0 0.01 0.003
Si -1.371 -1.381 8.133 -0.001 -0.007 0
Si -0.005 -0.028 9.499 -0.002 0.006 0
Si 2.722 2.704 9.498 0.005 -0.001 0.001
Si 0 5.416 9.49 0.001 -0.007 -0.003
Si 2.723 -8.185 9.494 0.006 0.004 -0.001
Si -0.01 -5.469 9.497 -0.001 0.007 -0.005
Si 2.718 -2.729 9.515 -0.006 0.001 0.004
Si 5.441 0 9.491 -0.004 -0.001 -0.001
Si -8.156 2.678 9.497 0.014 -0.001 -0.004
Si 5.437 5.425 9.488 0.007 0.001 -0.001
Si 8.154 -8.155 9.479 -0.004 0 -0.003
Si 5.438 -5.453 9.491 0.001 -0.006 0
Si 8.153 -2.715 9.467 -0.001 -0.003 -0.006
Si -5.446 -0.038 9.48 -0.004 0.004 -0.005
Si -2.718 2.686 9.493 0.004 0.003 -0.002
Si -5.448 5.389 9.503 0.005 0.008 0.005
Si -2.73 8.118 9.495 -0.008 0.001 -0.004
Si -5.443 -5.486 9.491 0 -0.005 0
Si -2.725 -2.755 9.487 -0.002 0.003 -0.004
Si 1.359 -1.375 10.87 -0.001 0.004 0.003
Si 4.082 1.346 10.859 0.003 -0.004 0.004
Si 1.36 4.058 10.854 -0.007 0.005 0.003
Si 4.08 -9.543 10.855 -0.007 -0.004 0.002
Si 1.366 -6.824 10.851 0.009 -0.009 0
Si 4.083 -4.095 10.859 0.002 0.004 0.002
Si 6.794 -1.369 10.843 -0.008 0.001 0.001
Si -6.801 1.311 10.856 -0.009 0.005 0.004
Si -9.516 4.026 10.88 0 0.007 -0.004
Si 9.498 -9.517 10.837 -0.009 0.007 0.002
Si 6.793 -6.809 10.847 -0.004 -0.001 -0.003
Si 9.502 -4.073 10.826 -0.001 0.005 0.001
Si -4.084 -1.397 10.845 0.004 -0.004 0.003
Si -1.36 1.327 10.857 -0.006 -0.001 0.002
Si -4.078 4.032 10.858 -0.008 -0.008 0.003
Si -1.358 6.766 10.856 0.007 0.007 -0.001
Si -4.085 9.477 10.859 -0.003 -0.001 0.001
Si -1.364 -4.109 10.856 -0.004 -0.002 0.001
Si 2.733 -0.021 12.225 0 0.008 0.005
Si 5.439 2.703 12.223 -0.002 0.007 0
Si 2.725 5.411 12.216 0.003 0.001 0
Si 5.442 -8.178 12.208 0.008 0.006 0.004
Si 2.724 -5.461 12.213 0 0 -0.001
Si 5.443 -2.73 12.216 -0.004 0.002 0.004
Si 8.141 -0.003 12.205 0 -0.008 0.001
Si -5.43 2.66 12.215 0.01 0.007 -0.001
Si -8.159 5.384 12.245 0.003 0.001 0.005
Si 10.841 -8.14 12.182 -0.003 -0.004 -0.005
Si 8.139 -5.429 12.193 -0.006 -0.005 -0.005
Si 10.845 -2.698 12.18 -0.001 -0.005 -0.007
Si -2.717 -0.042 12.209 0.004 0.009 -0.004
Si 0.012 2.682 12.211 0.006 -0.003 -0.002
Si -2.709 5.389 12.213 0 -0.002 -0.001
Si 0.017 8.123 12.208 -0.006 0.012 -0.007
Si -2.716 -5.481 12.211 0 0.004 -0.003
Si -0.002 -2.746 12.217 0.006 -0.007 0.001
Si 1.376 1.334 13.582 0.003 -0.001 0.008
Si 4.075 4.05 13.584 -0.001 0.003 0.005
Si 1.374 6.767 13.581 0 -0.002 0.003
Si 4.092 -6.816 13.57 -0.01 -0.004 0.005
Si 1.369 -4.097 13.572 -0.008 0.007 0.007
Si 4.095 -1.377 13.591 -0.003 -0.003 0.006
Si 6.793 1.344 13.589 -0.009 -0.004 0.009
Si -6.788 4.006 13.581 -0.002 -0.002 -0.002
Si 6.795 -9.537 13.574 0.003 -0.008 0.011
Si 9.483 -6.789 13.549 -0.013 0.011 0.004
Si 6.796 -4.086 13.583 0.003 -0.002 0.004
Si 9.49 -1.363 13.566 -0.001 -0.003 0.005
Si -4.07 1.302 13.581 -0.01 -0.002 0.004
Si -1.346 4.027 13.575 0.003 0 0.008
Si -4.068 6.746 13.571 0 0.004 0.006
Si -1.335 9.485 13.56 0.012 -0.015 -0.002
Si -4.076 -4.123 13.568 0.004 -0.014 0.004
Si -1.359 -1.39 13.581 -0.019 0.012 0.004
Si 0.022 -0.035 14.934 0.002 -0.002 -0.006
Si 2.735 2.681 14.961 -0.008 0.002 0.002
Si 0.03 5.375 14.931 0.002 -0.002 0.001
Si 2.741 8.14 14.928 0.011 0.001 0.004
Si 0.01 -5.461 14.925 0.004 -0.002 0
Si 2.736 -2.748 14.941 -0.009 -0.004 -0.003
Si 5.453 -0.022 14.969 0.01 0.003 0.005
Si 8.156 2.708 14.943 0.014 0.005 -0.001
Si 5.441 5.41 14.932 -0.007 -0.003 0.001
Si 8.153 -8.165 14.922 0.008 0.008 0.005
Si 5.445 -5.458 14.944 -0.003 0.002 0.003
Si 8.154 -2.73 14.952 0.003 0.008 0.005
Si -5.407 -0.078 14.948 0.002 0.005 0.003
Si -2.699 2.655 14.936 0.002 0 -0.001
Si -5.427 5.375 14.927 0.003 -0.005 0.001
Si -2.677 8.1 14.903 0.003 0.013 0.002
Si -5.443 -5.494 14.911 -0.001 -0.007 0
Si -2.723 -2.755 14.934 -0.001 0.002 0.005
Si 17.522 -0.926 0.175 -0.036 -0.165 0.673
Si 20.577 1.144 -0.018 -0.057 0.251 0.705
Si 17.467 4.407 0.065 0.065 -0.091 0.712
Si 20.146 7.245 0.144 0.05 -0.161 0.785
Si 18.003 -6.845 0.21 -0.23 -0.037 0.682
Si 20.641 -4.212 -0.045 -0.125 0.119 0.624
Si 22.811 -1.103 0.016 0.223 -0.071 0.685
Si 25.709 1.556 0.116 0.205 -0.296 0.734
Si 23.597 3.941 0.002 -0.47 0.16 0.679
Si 26.127 6.489 0.337 -0.149 0.22 0.763
Si 22.835 9.854 0.173 0.039 0.045 0.637
Si 9.598 -4.217 0.185 -0.107 0.249 0.712
Si 12.436 -1.54 -0.065 -0.146 0.172 0.764
Si 15.265 1.223 -0.026 -0.201 0.088 0.728
Si 12.072 4.297 -0.069 0.068 -0.155 0.794
Si 15.223 6.589 0.028 -0.104 0.132 0.674
Si 11.879 -6.41 -0.144 0.295 -0.342 0.69
Si 14.765 -3.643 -0.054 0.052 -0.231 0.745
Si 19.061 0.169 1.506 0.035 0.006 -0.039
Si 21.787 2.832 1.14 0.021 -0.001 -0.05
Si 19.014 5.59 1.364 0.007 -0.009 -0.07
Si 21.724 8.296 1.495 0.007 -0.011 -0.086
Si 19.158 -5.306 1.463 0.023 0.006 -0.038
Si 21.719 -2.657 1.367 -0.004 -0.016 -0.034
Si 24.438 0.018 1.329 -0.018 -0.008 -0.043
Si 10.885 2.722 1.237 -0.03 0.023 -0.056
Si 24.498 5.436 1.559 -0.018 -0.036 -0.066
Si 10.744 -8.217 0.924 -0.024 -0.076 -0.047
Si 24.459 -5.397 1.479 -0.006 0.019 -0.039
Si 10.88 -2.644 1.342 0.031 0.01 -0.051
Si 13.616 0.06 1.225 0.025 -0.02 -0.055
Si 16.333 2.803 1.353 0.016 0.004 -0.03
Si 13.586 5.48 1.292 -0.006 -0.006 -0.047
Si 16.349 -8.103 1.319 0.003 0 -0.071
Si 13.602 -5.361 1.135 0.025 0.001 -0.052
Si 16.319 -2.574 1.344 0.001 -0.013 -0.046
Si 17.697 1.536 2.791 -0.022 0.005 0.009
Si 20.432 4.166 2.596 0 -0.043 0.004
Si 17.663 6.897 2.764 0.004 0.018 0.015
Si 20.417 9.642 2.88 -0.013 -0.017 0.047
Si 17.667 -3.975 2.685 -0.008 0.022 0.005
Si 20.36 -1.325 2.76 -0.001 0.007 0.014
Si 23.085 1.455 2.643 0.002 0.016 0.035
Si 25.89 4.056 2.852 0.013 -0.006 0.026
Si 23.105 6.876 2.772 0 0.02 0.024
Si 25.807 -6.785 2.822 -0.003 0.02 0.005
Si 23.124 -3.961 2.768 -0.009 0.007 0.017
Si 9.581 -1.34 2.782 -0.007 -0.023 0.02
Si 12.247 1.39 2.613 0.016 0 -0.008
Si 14.913 4.115 2.686 -0.006 0.006 0.01
Si 12.154 6.9 2.495 -0.018 0.024 0.009
Si 14.919 -6.723 2.566 -0.005 0.016 0.024
Si 12.259 -4.069 2.627 0.006 0.018 0.039
Si 14.939 -1.255 2.699 -0.013 0.007 0.043
Si 16.309 0.101 4.06 0.002 -0.017 -0.007
Si 19.09 2.871 4.074 0.007 0.016 0.013
Si 16.283 5.492 4.045 0.014 0.013 -0.018
Si 19.015 8.243 4.136 -0.002 -0.005 -0.006
Si 16.286 -5.384 3.981 0.003 -0.023 0.003
Si 18.996 -2.657 4.108 0.016 -0.008 0.009
Si 21.753 0.08 4.048 0.005 0.008 -0.017
Si 24.448 2.728 4.116 0.001 -0.022 0
Si 21.737 5.488 4.061 -0.021 0.002 0.016
Si 24.462 -8.126 4.167 0.013 -0.005 0.013
Si 21.798 -5.326 4.168 0.016 -0.004 -0.009
Si 24.47 -2.632 4.14 0.002 -0.021 0.002
Si 10.93 0.057 4.058 0.011 0.015 0.001
Si 13.568 2.746 4.023 0.011 -0.007 0.008
Si 10.857 5.491 3.92 -0.008 -0.008 -0.02
Si 13.538 -8.095 3.917 0.004 0.001 0.005
Si 10.88 -5.484 3.939 -0.001 0.006 -0.015
Si 13.59 -2.68 4.018 -0.005 0.006 -0.028
Si 17.659 -1.24 16.22 0.028 0.006 -0.002
Si 20.367 1.389 16.287 -0.013 0.004 0.006
Si 17.649 4.117 16.174 -0.003 0.013 -0.008
Si 20.436 6.849 16.222 -0.015 0.005 -0.016
Si 17.677 -6.708 16.146 0.014 0.017 -0.027
Si 20.394 -3.985 16.214 0.01 0.012 -0.008
Si 23.095 -1.277 16.361 -0.006 0.003 0
Si 9.507 1.357 16.324 -0.003 -0.007 0.005
Si 23.103 4.143 16.344 -0.002 0.022 0
Si 9.506 -9.546 16.265 0.008 -0.02 -0.008
Si 23.143 -6.711 16.251 0.01 0.01 -0.003
Si 9.505 -4.083 16.33 0.006 -0.005 0.006
Si 12.176 -1.339 16.269 0.014 -0.025 -0.004
Si 14.912 1.418 16.265 -0.018 0.004 0.004
Si 12.209 4.082 16.285 -0.007 -0.011 0.003
Si 14.867 -9.527 16.168 -0.009 0.006 -0.005
Si 12.172 -6.781 16.237 0.011 0.003 -0.009
Si 14.894 -4.028 16.174 0.012 -0.012 -0.026
Si 18.996 0.068 17.676 -0.013 -0.019 0.026
Si 21.706 2.753 17.653 -0.004 -0.003 -0.017
Si 19.083 5.414 17.486 0.011 -0.022 0.018
Si 21.804 8.226 17.563 0.013 -0.016 0.008
Si 19.049 -5.363 17.516 -0.009 -0.041 0.009
Si 21.696 -2.658 17.662 -0.001 -0.012 0.015
Si 24.421 0.091 17.777 -0.007 0.003 -0.006
Si 10.874 2.718 17.676 0.025 0.01 0.01
Si 24.488 5.494 17.708 0.002 -0.009 -0.011
Si 10.893 -8.216 17.61 0.016 0.001 -0.017
Si 24.412 -5.349 17.698 -0.01 0.025 0.013
Si 10.854 -2.692 17.692 0.003 -0.001 -0.007
Si 13.521 0.045 17.595 -0.006 0.02 0.001
Si 16.267 2.841 17.571 0.005 0.008 -0.011
Si 13.558 5.458 17.633 0.013 0.023 -0.009
Si 16.243 -8.088 17.353 -0.016 0.005 -0.021
Si 13.511 -5.357 17.532 -0.004 0.021 0.011
Si 16.251 -2.621 17.454 -0.025 0.013 -0.015
Si 17.631 1.547 18.93 0.038 0.003 -0.033
Si 20.336 4.077 19.009 -0.039 0.001 0.005
Si 17.664 -9.442 18.554 0.005 0.009 -0.058
Si 20.462 -6.697 18.856 0.025 0.042 -0.054
Si 17.604 -3.983 18.732 0.006 0.03 -0.04
Si 20.296 -1.373 19.059 0.004 -0.008 -0.022
Si 22.982 1.437 19.123 0.008 -0.012 -0.005
Si 9.493 4.105 18.984 0.024 -0.018 -0.025
Si 23.13 6.905 18.995 0.002 0.003 -0.012
Si 9.531 -6.943 18.991 -0.03 0.004 -0.023
Si 22.993 -4.011 19.089 -0.021 -0.013 -0.027
Si 25.82 -1.285 19.095 0.017 -0.018 0.006
Si 12.234 1.364 19.069 -0.006 -0.02 -0.019
Si 14.948 4.169 19.007 -0.004 -0.018 0.003
Si 12.241 -9.52 19.047 -0.003 0.004 -0.008
Si 14.873 -6.797 18.728 0.012 -0.022 -0.062
Si 12.232 -4.041 19.029 0.037 -0.016 -0.004
Si 14.919 -1.315 18.864 -0.001 -0.023 -0.026
Si 16.211 0.163 20.117 -0.04 0.014 0.032
Si 18.913 2.807 20.473 0.002 0.026 0.055
Si 16.42 5.686 20.055 -0.016 0.002 0.051
Si 18.993 -8.132 19.885 0.005 0.009 0.045
Si 16.252 -5.401 19.932 0.028 -0.004 0.04
Si 18.81 -2.776 20.298 0.035 0.036 0.058
Si 21.593 0.025 20.464 0.016 -0.009 0.061
Si 24.347 2.793 20.525 -0.015 0.005 0.044
Si 21.733 5.488 20.263 0.031 0.006 0.035
Si 24.52 8.294 20.342 0.013 -0.009 0.037
Si 21.62 -5.413 20.476 0.011 0.018 0.051
Si 24.398 -2.657 20.423 0.003 0.002 0.067
Si 10.923 0.009 20.571 0.009 0.024 0.034
Si 13.626 2.765 20.395 0.022 -0.012 0.067
Si 10.82 5.458 20.389 -0.017 0.016 0.066
Si 13.691 -8.106 20.268 -0.009 -0.037 0.08
Si 10.917 -5.593 20.277 0.021 0.016 0.004
Si 13.666 -2.629 20.345 -0.032 -0.017 0.035
Si 17.586 -1.103 21.425 -0.003 -0.203 -0.624
Si 19.898 1.057 21.753 0.194 0.244 -0.68
Si 17.889 4.683 21.533 -0.11 -0.361 -0.75
Si 20.122 -9.554 21.288 0.14 -0.051 -0.642
Si 17.648 -6.759 21.136 -0.009 0 -0.508
Si 19.724 -4.498 21.633 0.199 0.058 -0.652
Si 23.213 -1.108 21.739 -0.231 -0.214 -0.716
Si 9.736 1.679 21.78 -0.021 -0.251 -0.686
Si 23.25 4.499 21.768 -0.335 -0.41 -0.556
Si 9.219 6.441 21.833 0.188 0.226 -0.775
Si 23.328 -6.541 21.689 -0.25 -0.123 -0.709
Si 25.545 -4.304 21.649 0.043 0.18 -0.732
Si 12.65 -1.076 21.802 -0.162 -0.114 -0.688
Si 14.824 1.209 21.703 0.126 0.195 -0.693
Si 11.982 3.88 21.619 0.102 0.008 -0.716
Si 15.532 -8.957 21.433 -0.14 -0.036 -0.741
Si 12.59 -6.588 21.631 -0.299 -0.269 -0.586
Si 14.843 -4.34 21.415 0.168 0.279 -0.635
Si 9.998 -2.235 -6.496 0 -0.069 0.021
Si 14.711 -0.576 -4.675 -0.055 -0.107 0.129
Si 24.637 -2.565 -2.049 0.006 -0.018 0.158
Si 12.532 -2.527 24.615 0.058 0 -0.128
Si 12.081 0.859 -4.236 0.169 0.064 -0.082
Si 14.724 5.008 -4.218 -0.036 0.122 0.052
Si 20.549 4.03 -4.318 -0.058 -0.005 0.096
Si 10.035 -4.054 24.322 0.09 -0.007 0.001
Si 16.998 0.91 -4.008 0.045 0.069 0.011
Si 15.959 5.576 23.716 0.063 0.066 -0.138
Si 7.323 -4.087 25.354 -0.159 0.007 -0.044
Si 10.739 -6.629 25.795 0.018 0.036 -0.077
Si 22.205 -2.054 -6.263 -0.044 -0.014 -0.071
Si 12.177 2.024 -7.047 -0.01 0.046 -0.121
Si 7.861 -0.241 -6.185 -0.078 0.101 -0.049
Si 9.174 1.579 24.729 -0.05 0.053 -0.059
Si 14.95 -4.604 24.278 0.012 -0.05 -0.102
Si 19.183 7.99 -4.888 -0.007 -0.086 -0.079
Si 23.008 5.404 24.628 0.107 -0.042 -0.232
Si 18.044 -5.392 -4.549 0.137 -0.008 0.108
Si 16.831 -1.368 24.216 -0.048 -0.01 -0.075
Si 20.163 6.405 -2.675 -0.164 0.038 0.08
Si 24.251 -5.652 -6.911 -0.097 -0.13 -0.004
Si 16.332 -5.383 -1.933 -0.032 -0.012 0.104
Si 16.079 4.499 -6.974 0.061 0.069 0.033
Si 19.47 2.149 24.498 0.005 -0.051 -0.111
Si 10.402 -0.432 -2.192 0.024 -0.073 0.291
Si 13.701 2.755 -2.324 0.074 0.058 0.194
Si 19.063 3.886 -6.724 -0.025 0.023 -0.092
Si 17.077 -2.029 -4.145 -0.12 -0.044 0.077
Si 7.355 -4.662 -3.942 0.045 0.1 0
Si 18.754 2.567 -2.19 0.118 0.018 0.155
Si 5.867 4.217 -2.816 -0.016 -0.124 -0.024
Si 16.629 1.687 24.281 -0.1 -0.042 -0.113
Si 17.301 6.588 -3.383 0.002 0.001 -0.027
Si 24.118 -7.269 -2.481 0.05 -0.133 -0.023
Si 11.171 -6.869 -2.963 0.052 0.065 -0.034
Si 19.204 -2.304 -2.148 0.084 -0.088 0.06
Si 21.646 8.118 23.641 0.098 -0.093 -0.018
Si 9.33 7.144 24.859 -0.121 -0.051 -0.102
Si 19.243 -3.476 24.437 -0.02 -0.053 -0.167
Si 13.256 -7.066 24.557 -0.082 0.085 -0.174
Si 17.203 -3.692 -6.756 0.088 0.149 -0.002
Si 10.279 -4.872 -5.102 0.079 0.075 0.064
Si 20.969 -0.409 -4.075 -0.124 0.015 0.062
Si 13.319 4.356 24.322 0.028 0.025 -0.088
Si 21.318 -6.704 25.994 0.059 0.003 0.071
Si 17.463 -4.825 26.044 -0.024 -0.049 -0.053
Si 13.043 7.54 -4.35 -0.01 -0.089 0.127
Si 18.931 0.941 -6.191 -0.003 -0.056 0.063
Si -30.117 -2.205 -5.383 0.047 0.044 -0.021
Si 11.814 2.334 25.709 -0.075 0.063 -0.028
Si 24.249 4.226 -2.916 0.1 0.12 0.058
Si 15.149 -7.993 -2.381 0.071 -0.142 0.081
Si 17.647 -1.275 5.431 -0.019 0.004 0.007
Si 20.399 1.441 5.415 -0.008 0.002 0
Si 17.676 4.179 5.42 0.008 0.005 0.001
Si 20.386 6.851 5.441 0.006 -0.001 0.001
Si 17.621 9.604 5.418 -0.013 0.015 0.004
Si 20.374 -3.997 5.471 -0.009 -0.004 0
Si 23.1 -1.259 5.457 0.01 0.005 -0.006
Si 25.812 1.391 5.488 -0.001 0.014 0.006
Si 23.102 4.134 5.437 -0.006 0.006 0.004
Si 9.52 6.786 5.369 -0.002 -0.008 -0.009
Si 23.124 -6.731 5.503 0.004 0.023 0.011
Si 25.807 -4.014 5.509 0.008 0.007 0.008
Si 12.251 -1.334 5.405 0.006 -0.001 0.009
Si 14.933 1.422 5.414 0.01 0.01 0.005
Si 12.2 4.135 5.332 -0.019 0.001 0.008
Si 14.896 6.872 5.337 -0.022 0.005 -0.002
Si 12.231 -6.775 5.355 0 -0.005 0.005
Si 14.95 -4.033 5.375 0.007 0 -0.001
Si 19.026 0.081 6.771 0.002 -0.004 -0.004
Si 21.749 2.781 6.8 0.005 -0.007 -0.007
Si 19.019 5.516 6.805 -0.007 0.004 -0.007
Si 21.744 -8.111 6.81 -0.002 -0.011 -0.002
Si 19.004 -5.382 6.789 -0.002 -0.01 -0.002
Si 21.739 -2.631 6.809 -0.002 -0.004 -0.002
Si 24.464 0.05 6.851 -0.003 -0.012 0.002
Si 10.877 2.773 6.743 -0.001 0.015 -0.011
Si 8.165 5.454 6.767 0.004 0.003 -0.001
Si 27.21 -8.11 6.832 -0.002 -0.005 -0.005
Si 24.47 -5.377 6.865 0.004 -0.014 0.002
Si 27.183 -2.676 6.873 0 -0.001 -0.005
Si 13.594 0.035 6.766 0.008 -0.004 -0.005
Si 16.311 2.786 6.75 0.001 0 -0.003
Si 13.564 5.489 6.707 0.005 0.004 -0.008
Si 16.259 8.216 6.738 0.001 0.009 -0.012
Si 13.582 -5.404 6.725 -0.002 0.004 -0.007
Si 16.295 -2.672 6.758 0.004 0.003 -0.011
Si 17.66 1.43 8.123 -0.005 -0.002 -0.002
Si 20.384 4.142 8.148 -0.012 0.001 -0.004
Si 17.637 6.878 8.121 0.001 0 -0.001
Si 20.369 -6.747 8.146 -0.012 -0.004 -0.004
Si 17.651 -4.018 8.133 0.003 0.005 -0.005
Si 20.376 -1.276 8.151 0.004 0.01 -0.003
Si 23.105 1.431 8.175 0.005 0.011 0.005
Si 9.509 4.093 8.125 -0.005 -0.004 0.009
Si 23.109 6.855 8.172 -0.001 0.007 -0.006
Si 25.851 -6.745 8.191 0.015 0.02 0.001
Si 23.092 -4.002 8.177 0.004 0 -0.005
Si 25.823 -1.307 8.211 0.005 -0.003 -0.002
Si 12.222 1.398 8.103 0 -0.003 -0.001
Si 14.932 4.142 8.086 0.012 0.006 -0.006
Si 12.217 6.825 8.096 -0.008 -0.003 0
Si 14.922 -6.752 8.112 0 -0.004 0
Si 12.229 -4.057 8.104 0.009 0.001 0.005
Si 14.942 -1.323 8.125 0.006 -0.002 0.004
Si 16.302 0.052 9.466 0.012 -0.013 -0.005
Si 19.022 2.779 9.491 0.002 -0.001 -0.003
Si 16.287 5.494 9.461 0.002 0.01 -0.006
Si 19.008 -8.105 9.497 -0.009 0.011 0
Si 16.287 -5.39 9.473 0.01 0.001 -0.007
Si 19.017 -2.659 9.485 -0.013 -0.007 -0.003
Si 21.741 0.069 9.516 0 -0.003 0
Si 8.15 2.728 9.486 -0.005 0.002 0.001
Si 21.746 5.492 9.517 0.003 -0.004 -0.001
Si 24.479 -8.108 9.528 0.005 -0.008 0.002
Si 21.735 -5.385 9.505 -0.008 0.001 0
Si 24.458 -2.663 9.55 0.004 -0.004 0
Si 10.863 0.02 9.457 0 0.002 -0.006
Si 13.58 2.766 9.449 0.01 -0.003 -0.008
Si 10.863 5.465 9.467 -0.002 0.004 -0.003
Si 13.567 -8.127 9.46 0.002 0.004 -0.004
Si 10.867 -5.424 9.462 -0.001 0 -0.002
Si 13.573 -2.687 9.47 0.003 0.002 -0.005
Si 17.657 -1.299 10.83 0.004 0.011 -0.003
Si 20.383 1.43 10.86 -0.005 0 0.002
Si 17.654 4.143 10.825 -0.002 0.001 -0.007
Si 20.381 -9.464 10.856 -0.006 -0.004 0
Si 17.65 -6.737 10.839 -0.003 0.009 -0.002
Si 20.378 -4.016 10.847 -0.001 -0.001 0.002
Si 23.103 -1.283 10.883 -0.001 0 0.001
Si 9.501 1.357 10.835 -0.007 -0.01 0.001
Si 6.789 4.071 10.856 -0.001 -0.006 0.004
Si 25.846 -9.464 10.887 0.01 -0.004 -0.005
Si 23.113 -6.736 10.864 0.004 0.009 -0.006
Si 25.833 -4.02 10.895 0.005 -0.002 -0.006
Si 12.212 -1.331 10.827 0.008 -0.008 0.004
Si 14.929 1.404 10.811 0.012 -0.002 -0.003
Si 12.214 4.102 10.821 -0.003 0.002 0.001
Si 14.926 6.84 10.822 0.007 0.005 -0.002
Si 12.211 -6.78 10.829 0.004 -0.003 0.007
Si 14.927 -4.037 10.833 0 -0.002 0.003
Si 19.022 0.053 12.188 -0.004 -0.008 -0.005
Si 21.752 2.772 12.229 -0.004 -0.001 0.004
Si 19.023 5.482 12.199 -0.012 -0.007 -0.001
Si 21.76 -8.108 12.208 -0.002 0.003 0.003
Si 19.018 -5.377 12.194 -0.007 0.002 0.004
Si 21.741 -2.658 12.208 -0.001 -0.001 0.001
Si 24.461 0.067 12.257 0.002 -0.001 -0.006
Si 10.858 2.728 12.18 -0.002 0 -0.006
Si 8.149 5.435 12.205 0 0.006 -0.003
Si 27.207 -8.102 12.247 0.009 0.006 0.001
Si 24.472 -5.382 12.237 0.004 -0.001 0.002
Si 27.175 -2.654 12.267 -0.013 -0.009 0.004
Si 13.565 0.047 12.174 0.007 0.003 -0.004
Si 16.29 2.767 12.157 0.003 -0.001 -0.009
Si 13.563 5.472 12.172 0.009 0.002 -0.002
Si 16.289 8.205 12.172 0.003 0.002 -0.01
Si 13.563 -5.407 12.179 0 -0.002 -0.004
Si 16.283 -2.651 12.172 0.018 -0.001 -0.006
Si 17.647 1.414 13.512 0.007 0.001 -0.001
Si 20.389 4.128 13.57 -0.006 0.003 0.014
Si 17.655 6.853 13.524 -0.008 0.011 -0.008
Si 20.396 -6.738 13.541 -0.002 0.007 -0.002
Si 17.657 -3.989 13.519 -0.011 -0.002 0.001
Si 20.394 -1.285 13.553 -0.008 -0.005 -0.001
Si 23.108 1.43 13.615 0.006 -0.004 0.008
Si 9.5 4.063 13.557 0.006 -0.007 -0.001
Si 23.139 -9.453 13.577 0.011 -0.011 -0.001
Si 25.845 -6.736 13.592 0.004 -0.007 -0.001
Si 23.113 -3.998 13.57 0.001 0.006 -0.001
Si 25.817 -1.286 13.622 -0.005 -0.001 0.001
Si 12.203 1.38 13.554 0.006 -0.001 0.002
Si 14.92 4.103 13.513 0.008 -0.001 0.002
Si 12.185 -9.509 13.528 -0.003 0.012 0.012
Si 14.922 9.552 13.526 0.015 -0.004 0.004
Si 12.191 -4.058 13.534 0.006 0.003 0.007
Si 14.92 -1.3 13.536 0.001 0.001 0.01
Si 16.276 0.087 14.878 0.011 -0.001 0.006
Si 19.018 2.731 14.885 -0.008 -0.003 0.005
Si 16.28 5.474 14.839 0.006 -0.004 0.001
Si 19.041 8.199 14.869 -0.002 -0.005 0.003
Si 16.286 -5.363 14.83 0.007 0.004 -0.004
Si 19.016 -2.627 14.884 -0.004 0.006 0.004
Si 21.747 0.049 14.949 0.003 -0.007 0.002
Si 24.467 2.782 14.995 -0.008 -0.002 -0.002
Si 21.789 5.482 14.906 0.005 -0.001 -0.001
Si 24.509 -8.104 14.951 0.003 -0.005 -0.001
Si 21.758 -5.37 14.896 -0.005 -0.007 0
Si 24.439 -2.636 14.97 -0.001 -0.004 0.007
Si 10.833 0.017 14.914 -0.004 -0.001 -0.001
Si 13.565 2.757 14.894 0.002 -0.002 0.001
Si 10.856 5.426 14.904 -0.005 0 -0.006
Si 13.529 -8.128 14.859 0.002 -0.005 0.003
Si 10.825 -5.415 14.901 0.004 0.002 0.001
Si 13.531 -2.662 14.864 -0.005 -0.009 -0.006
Si 33.712 -1.274 0.06 0.225 -0.091 0.65
Si -28.402 1.123 0.257 -0.138 0.201 0.707
Si -31.833 4.275 -0.063 0.391 -0.188 0.672
Si -28.745 6.919 -0.044 0.202 -0.269 0.737
Si 34.319 -7.106 -0.025 -0.229 0.259 0.759
Si -28.065 -4.319 0.087 -0.375 0.172 0.676
Si -26.202 -1.13 0.159 0.361 -0.202 0.726
Si -23.397 1.638 0.115 0.165 -0.144 0.785
Si -25.606 3.835 0.229 -0.087 0.037 0.736
Si -22.765 6.482 0.137 -0.212 0.15 0.744
Si -25.912 9.666 0.033 0.156 -0.263 0.622
Si 26.059 -4.308 0.182 -0.042 0.123 0.681
Si 28.695 -1.494 0.088 -0.222 0.134 0.68
Si 31.478 0.917 0.283 0.028 0.178 0.71
Si 28.403 4.274 0.244 0.196 -0.174 0.648
Si 31.352 6.637 0.182 -0.096 0.202 0.703
Si 28.392 -6.337 0.331 -0.05 -0.197 0.589
Si 30.878 -3.752 0.115 0.176 -0.107 0.712
Si -29.983 -0.11 1.414 -0.035 -0.009 -0.055
Si -27.21 2.701 1.503 0.006 -0.022 -0.073
Si -30.006 5.333 1.177 -0.026 0.003 -0.041
Si -27.135 8.071 1.282 -0.023 0.018 -0.042
Si -29.851 -5.427 1.225 0.005 -0.031 -0.049
Si -27.158 -2.745 1.56 -0.013 -0.004 -0.015
Si -24.498 -0.02 1.36 -0.017 0.007 -0.055
Si 27.258 2.667 1.476 -0.013 0.018 -0.036
Si -24.405 5.411 1.453 0.02 -0.015 -0.079
Si 27.231 -8.079 1.465 0.05 0.034 -0.079
Si -24.448 -5.45 1.422 0.011 0.005 -0.05
Si 27.172 -2.668 1.435 0.007 -0.022 -0.06
Si 29.888 -0.118 1.581 -0.018 -0.022 -0.056
Si -32.727 2.678 1.417 0.006 0.012 -0.06
Si 29.92 5.445 1.568 0.004 0.006 -0.043
Si 32.629 -8.084 1.319 -0.026 -0.019 -0.046
Si 29.877 -5.21 1.645 0.021 0.003 -0.034
Si 32.568 -2.759 1.427 -0.018 -0.006 -0.068
Si -31.279 1.358 2.749 -0.012 -0.027 0.024
Si -28.633 4.101 2.701 -0.008 0.031 -0.002
Si -31.285 6.779 2.64 0.034 0.003 0.026
Si -28.496 9.509 2.644 0.004 -0.008 0.014
Si -31.249 -4.124 2.666 0.021 -0.023 -0.017
Si -28.616 -1.416 2.824 0.015 0.033 0.006
Si -25.834 1.313 2.811 0.023 0 0.043
Si -23.074 4.071 2.836 -0.011 -0.023 0.048
Si -25.818 6.777 2.729 0.002 0.004 0.003
Si -23.134 -6.837 2.791 -0.004 0.019 0.023
Si -25.754 -4.088 2.839 0.02 -0.012 0.015
Si 25.794 -1.299 2.737 -0.012 0.005 0.009
Si 28.586 1.343 2.849 0.007 0.015 0.019
Si -34.019 4.031 2.847 0.014 0.001 0.026
Si 28.579 6.887 2.843 0.004 -0.024 0.023
Si 31.306 -6.723 2.744 -0.004 -0.029 -0.01
Si 28.497 -3.914 2.95 -0.015 0.028 0.034
Si 31.279 -1.434 2.899 -0.004 -0.006 0.042
Si -32.633 0.016 4.148 -0.024 0.007 -0.024
Si -29.922 2.723 4.108 0.009 -0.016 -0.007
Si -32.613 5.453 4.093 0.007 0.013 -0.006
Si -29.892 8.151 4.014 -0.021 0.009 -0.031
Si -32.589 -5.427 4.106 -0.015 0.033 0.024
Si -29.959 -2.776 4.133 -0.029 -0.005 0.027
Si -27.218 -0.032 4.147 0.012 -0.006 -0.008
Si -24.468 2.697 4.153 0.006 -0.006 -0.023
Si -27.225 5.44 4.065 0 -0.017 0.014
Si -24.494 -8.185 4.135 -0.001 0.007 0.002
Si -27.181 -5.469 4.097 -0.028 -0.002 -0.005
Si -24.44 -2.71 4.183 0 -0.017 0.022
Si 27.165 0.02 4.144 0.005 -0.03 -0.006
Si -35.367 2.712 4.209 -0.009 0.02 0.026
Si 27.219 5.486 4.164 -0.008 -0.008 0.004
Si 29.968 -8.085 4.142 -0.001 0.005 0.019
Si 27.153 -5.389 4.174 0.016 0.002 -0.023
Si 29.914 -2.677 4.303 -0.005 0.006 0.02
Si -31.289 -1.261 16.306 0.006 0.007 0
Si -28.531 1.433 16.278 0.008 -0.005 -0.025
Si -31.273 4.161 16.318 0.02 -0.02 -0.006
Si -28.554 6.86 16.315 0.001 0.012 -0.014
Si -31.296 -6.732 16.304 0.002 0 -0.011
Si -28.572 -4.018 16.3 -0.008 0.001 -0.005
Si -25.783 -1.298 16.359 -0.003 0.022 -0.015
Si 25.805 1.425 16.384 -0.007 -0.019 0.011
Si -25.805 4.109 16.357 0.001 0.012 -0.017
Si 25.855 -9.477 16.337 -0.01 0.002 -0.004
Si -25.844 -6.78 16.326 -0.009 0.013 -0.006
Si 25.785 -3.991 16.333 -0.01 -0.012 -0.007
Si 28.537 -1.211 16.349 0.007 0.002 -0.004
Si -34.035 1.468 16.356 -0.001 -0.012 -0.005
Si 28.542 4.179 16.382 0.012 0.007 0.005
Si 31.274 -9.458 16.331 0.018 -0.003 -0.009
Si 28.543 -6.719 16.334 0.029 -0.011 -0.003
Si 31.24 -4.018 16.292 0.005 -0.014 -0.015
Si -29.932 0.152 17.626 0.007 -0.014 -0.002
Si -27.147 2.715 17.677 -0.016 -0.025 0.003
Si -29.893 5.503 17.669 -0.005 0.019 0.009
Si -27.215 8.213 17.693 -0.005 -0.012 -0.007
Si -29.922 -5.389 17.652 0.008 0.005 0.006
Si -27.226 -2.621 17.624 -0.017 -0.007 0.008
Si -24.451 0.042 17.805 -0.013 -0.008 -0.004
Si 27.175 2.802 17.726 -0.005 0.004 -0.014
Si -24.473 5.458 17.752 -0.003 -0.022 0.014
Si 27.234 -8.124 17.692 0.009 -0.013 -0.007
Si -24.537 -5.416 17.706 -0.015 0.002 0.016
Si 27.139 -2.577 17.64 -0.015 0.021 -0.038
Si 29.876 0.157 17.76 -0.002 0.02 0.026
Si -32.671 2.856 17.681 -0.006 0.003 -0.024
Si 29.915 5.554 17.743 -0.02 0.017 0.001
Si 32.634 -8.088 17.665 -0.012 0.004 0.024
Si 29.875 -5.33 17.695 -0.002 0.001 0.008
Si 32.587 -2.629 17.599 -0.012 0.019 -0.017
Si -31.329 1.477 18.993 0.018 -0.004 -0.02
Si -28.527 4.077 18.962 -0.018 0.004 -0.032
Si 34.062 -9.403 19.01 -0.007 0 -0.041
Si -28.579 -6.745 19.05 0.012 0.008 -0.014
Si 33.987 -3.956 18.9 -0.007 -0.021 -0.018
Si -28.496 -1.134 18.937 0.028 0.028 -0.042
Si -25.794 1.452 19.159 0.004 0.013 -0.005
Si 25.791 4.096 19.114 -0.016 -0.004 -0.008
Si -25.897 6.821 19.057 -0.001 -0.005 -0.036
Si 25.86 -6.725 18.95 -0.008 0.002 -0.027
Si -25.977 -4.036 18.998 -0.012 0 -0.036
Si -23.123 -1.351 19.181 0.03 0.002 -0.002
Si 28.557 1.582 19.181 0.027 0.033 -0.009
Si 31.325 4.25 19.095 0.031 -0.014 0.012
Si 28.579 -9.427 19.164 0.01 0.005 -0.007
Si 31.227 -6.75 19.01 -0.003 -0.029 -0.03
Si 28.506 -3.873 18.994 0.026 -0.008 -0.027
Si 31.241 -1.304 19.001 -0.01 -0.022 -0.041
Si 32.609 0.056 20.303 -0.003 -0.006 0.013
Si -29.985 2.873 20.319 -0.002 0.025 0.035
Si 32.67 5.676 20.415 -0.025 -0.003 0.064
Si 35.44 -8.13 20.443 0.016 -0.017 0.055
Si 32.639 -5.322 20.212 0.012 0.026 0.079
Si 35.34 -2.494 20.109 -0.026 0 0.031
Si -27.196 0.157 20.498 -0.004 -0.022 0.05
Si -24.497 2.803 20.612 -0.022 0.009 0.06
Si -27.188 5.356 20.371 0.023 0.006 0.06
Si -24.599 8.214 20.417 -0.024 0.019 0.04
Si -27.353 -5.323 20.443 -0.001 0.019 0.044
Si -24.631 -2.702 20.352 -0.002 0.001 0.04
Si 27.144 0.157 20.457 -0.015 0.008 0.025
Si 30.018 2.989 20.565 -0.037 -0.058 0.015
Si 27.208 5.445 20.445 0.069 0.009 0.055
Si 29.899 -8.009 20.573 0.034 0.02 0.075
Si 27.152 -5.283 20.257 -0.019 -0.009 0.068
Si 29.824 -2.533 20.43 -0.014 0.043 0.038
Si 34.289 -0.983 21.547 -0.311 -0.156 -0.763
Si -28.855 1.377 21.683 0.319 0.166 -0.6
Si 34.204 4.466 21.674 -0.105 -0.121 -0.766
Si 36.571 -9.85 21.695 0.009 0.23 -0.634
Si 33.883 -6.77 21.548 0.168 0.029 -0.691
Si 36.761 -3.57 21.554 -0.041 -0.307 -0.725
Si -26.135 -1.539 21.758 0.166 0.228 -0.713
Si 25.454 1.145 21.775 0.258 0.285 -0.715
Si -25.627 4.452 21.932 -0.186 -0.321 -0.68
Si 25.629 6.668 21.631 0.31 0.352 -0.603
Si -25.815 -6.538 21.719 -0.129 -0.149 -0.668
Si -23.596 -4.359 21.607 0.144 -0.047 -0.712
Si 28.757 -0.864 21.811 -0.099 -0.281 -0.659
Si 31.134 1.219 21.656 0.067 0.265 -0.66
Si 28.623 4.32 22 0.101 0.079 -0.669
Si 31.685 -8.996 21.809 -0.285 -0.168 -0.734
Si 28.738 -6.23 21.669 -0.04 -0.313 -0.647
Si 31.092 -4.154 21.512 0.039 0.077 -0.638
Si 24.105 1.259 -6.987 -0.054 0.043 -0.022
Si 25.126 -1.679 -6.666 -0.069 0.024 0.02
Si -26.002 1.659 -3.975 -0.156 -0.014 0.005
Si 30.52 -6.906 -4.322 -0.033 0.103 0.103
Si 26.821 -0.237 -2.141 0.107 -0.012 0.145
Si -28.702 2.3 -2.542 0.192 0.008 0.013
Si -25.241 4.619 -3.917 -0.023 0.051 -0.036
Si 28.789 -7.746 -6.757 0.088 -0.028 -0.044
Si -27.265 2.101 -6.679 -0.115 -0.008 -0.094
Si 28.776 6.294 24.556 -0.053 -0.177 0.015
Si 20.786 -4.492 -5.265 -0.071 0.018 -0.007
Si 27.051 4.998 -3.827 -0.173 -0.107 0.056
Si -30.123 0.796 -6.506 0.034 -0.058 0.018
Si 25.999 5.701 24.352 0.054 0.108 0.055
Si 27.363 -0.878 -4.876 0.035 0.097 -0.085
Si 23.401 -1.741 24.619 -0.16 0.005 -0.047
Si 32.3 -3.745 24.252 -0.035 -0.008 0.003
Si -27.444 -3.54 -4.959 -0.036 -0.12 0.065
Si -27.108 1.692 26.079 -0.04 -0.021 0.044
Si 29.58 -0.916 -6.844 0.015 -0.019 0.062
Si -28.763 4.638 -6.363 -0.093 0.099 -0.142
Si -27.403 5.071 -2.088 0.011 0.017 0.056
Si -23.972 -3.366 -2.535 -0.076 -0.133 0.089
Si 31.46 7.027 24.906 -0.047 -0.034 -0.051
Si 26.387 6.76 -5.867 0.049 -0.094 -0.038
Si -23.251 0.764 24.884 -0.06 0.06 -0.093
Si 22.736 1.968 -4.246 -0.015 -0.063 0.039
Si 29.501 3.585 -2.692 0.065 0.006 0.074
Si -32.291 2.518 23.824 0.118 -0.001 -0.109
Si -29.439 2.247 24.538 -0.009 -0.084 -0.113
Si 23.585 -4.647 -4.013 0.044 0.019 -0.066
Si 32.473 3.306 -2.824 -0.134 -0.022 0.177
Si 26.572 7.552 -2.191 -0.1 -0.029 -0.056
Si 26.862 2.807 23.852 -0.001 0.017 0.048
Si -32.112 -6.736 -5.299 0.063 -0.031 -0.064
Si -28.018 -6.625 -4.086 -0.013 0.198 -0.102
Si 23.809 6.887 -4.477 0.026 -0.02 0.025
Si -31.039 -3.011 -2.624 -0.132 0.047 0.151
Si -27.604 -8.143 23.795 0.036 -0.046 -0.16
Si 28.213 -6.9 24.551 0.002 -0.053 0.039
Si -30.332 -2.684 23.839 0.051 0.106 -0.052
Si 31.001 -6.19 25.479 -0.101 -0.106 0.004
Si 27.929 -1.282 24.864 0.072 0.12 -0.044
Si 31.382 -4.152 -2.886 0.06 -0.076 0.175
Si -30.519 -5.939 -2.691 -0.088 -0.028 0.044
Si 25.974 -3.327 24.501 -0.076 -0.115 0.018
Si -28.001 -5.235 26.064 -0.056 0.02 -0.057
Si -32.045 -4.18 -6.94 0.042 -0.065 -0.007
Si 29.991 -1.613 -4.04 0.086 0.136 -0.11
Si 30.69 1.086 -2.601 0.058 -0.086 -0.052
Si -25.224 -7.322 -2.978 0.066 0 0.271
Si -30.683 2.949 -4.665 0.05 -0.012 -0.059
Si -27.792 7.636 -6.269 0.082 0.02 0.017
Si 29.488 -8.035 -1.68 0.074 0.023 0.082
Si -31.276 -1.362 5.49 0 -0.002 0.004
Si -28.552 1.373 5.48 -0.014 -0.009 0.003
Si -31.264 4.101 5.47 -0.006 0.001 0
Si -28.549 6.821 5.435 0.024 0.009 -0.006
Si -31.234 9.509 5.433 0.008 -0.022 -0.006
Si -28.55 -4.109 5.466 0.005 -0.011 0.002
Si -25.843 -1.371 5.511 -0.001 0.013 0.002
Si -23.111 1.355 5.52 -0.002 0.005 0.004
Si -25.854 4.083 5.454 -0.018 0.004 -0.003
Si 25.835 6.835 5.501 0.009 -0.001 0.012
Si -25.834 -6.808 5.487 0.01 0.013 0.014
Si -23.073 -4.088 5.5 0.001 -0.005 0.014
Si 28.533 -1.286 5.56 0.009 0.011 0.013
Si -33.982 1.367 5.53 0 -0.011 0.012
Si -36.712 4.122 5.517 -0.008 0 0.021
Si -33.962 6.832 5.464 0.007 -0.02 0.001
Si 28.574 -6.739 5.488 -0.008 -0.011 -0.001
Si -33.959 -4.089 5.52 0.01 -0.014 0.005
Si -29.908 0.008 6.839 0 0.006 -0.005
Si -27.191 2.731 6.841 0.003 -0.01 -0.004
Si -29.895 5.463 6.818 -0.006 -0.002 -0.001
Si -27.194 -8.163 6.836 -0.013 0.01 0.001
Si -29.904 -5.45 6.832 0.005 -0.002 0.001
Si -27.201 -2.739 6.847 -0.004 0.005 0.002
Si -24.475 -0.007 6.864 0 -0.01 0.002
Si 27.18 2.763 6.839 0.002 0.004 0.003
Si 24.459 5.479 6.825 0.003 -0.002 0.006
Si -21.754 -8.171 6.859 -0.006 -0.004 -0.002
Si -24.462 -5.443 6.841 -0.003 -0.003 -0.006
Si -21.721 -2.729 6.856 0.004 -0.014 0.002
Si -35.365 0.054 6.897 -0.018 0.015 0.007
Si -32.621 2.755 6.849 -0.006 -0.003 0
Si -35.331 5.488 6.839 -0.005 0.003 -0.002
Si -32.604 8.185 6.823 0.004 -0.002 -0.002
Si -35.343 -5.416 6.869 0.019 0.002 -0.001
Si -32.63 -2.697 6.869 -0.018 0.003 -0.001
Si -31.262 1.385 8.198 -0.002 -0.004 -0.007
Si -28.543 4.104 8.193 0.013 0.009 -0.004
Si -31.253 6.825 8.186 0.004 0.003 -0.004
Si -28.541 -6.792 8.2 0.003 -0.001 0
Si -31.256 -4.066 8.198 0 0.001 -0.01
Si -28.544 -1.349 8.2 0.004 -0.006 -0.004
Si -25.828 1.372 8.207 0.002 0.006 -0.003
Si 25.825 4.131 8.187 -0.004 -0.009 0.002
Si -25.819 6.804 8.191 -0.002 0.001 -0.008
Si -23.106 -6.8 8.214 0.003 0.003 -0.003
Si -25.82 -4.08 8.204 -0.003 -0.009 -0.003
Si -23.096 -1.368 8.208 0.001 0.006 -0.006
Si 28.547 1.428 8.218 0.017 -0.003 0.001
Si -33.984 4.122 8.199 0.009 0.005 0.003
Si 28.575 6.851 8.185 -0.002 0.001 0.002
Si -33.972 -6.781 8.197 -0.015 -0.004 -0.003
Si 28.57 -4.033 8.206 -0.002 0.004 -0.007
Si -33.998 -1.33 8.221 -0.005 -0.007 -0.005
Si -32.633 0.042 9.561 -0.013 0.003 0
Si -29.902 2.748 9.556 -0.009 -0.003 0.003
Si -32.622 5.48 9.55 0 -0.004 0.001
Si -29.906 -8.135 9.557 0.011 0.002 -0.004
Si -32.633 -5.403 9.558 -0.003 0 0.001
Si -29.906 -2.697 9.562 0.002 0.003 -0.001
Si -27.183 0.012 9.565 0.001 -0.001 0.004
Si 24.467 2.776 9.541 0.004 -0.004 0.005
Si -27.178 5.455 9.557 0.006 -0.008 0.004
Si -24.463 -8.161 9.57 -0.002 0.002 0.002
Si -27.18 -5.433 9.563 -0.009 -0.003 0
Si -24.457 -2.721 9.57 -0.002 -0.003 -0.002
Si 27.188 0.057 9.56 -0.008 -0.002 0.002
Si 29.92 2.782 9.562 -0.023 0.012 0.003
Si 27.202 5.495 9.529 0.004 0.003 0
Si 29.932 -8.117 9.553 0.015 -0.001 0.003
Si 27.204 -5.388 9.553 0.011 -0.011 0.005
Si 29.913 -2.671 9.574 -0.004 -0.001 0.007
Si -31.269 -1.319 10.913 0 -0.006 -0.006
Si -28.54 1.389 10.918 0.006 0.001 -0.003
Si -31.266 4.118 10.907 -0.005 0.01 -0.004
Si -28.538 -9.491 10.908 -0.01 0.011 -0.006
Si -31.269 -6.763 10.907 0.004 -0.002 -0.009
Si -28.537 -4.054 10.914 0.015 -0.006 -0.008
Si -25.81 -1.344 10.924 0.005 0.001 -0.001
Si 25.826 1.422 10.905 -0.002 0.004 0.002
Si 23.111 4.143 10.886 0.004 0.003 0.006
Si -23.1 -9.518 10.939 -0.005 -0.004 -0.001
Si -25.817 -6.788 10.927 -0.007 0.006 -0.002
Si -23.095 -4.077 10.938 -0.001 -0.006 -0.001
Si 28.549 -1.298 10.921 0.007 -0.001 0.004
Si -34.003 1.411 10.911 0.005 -0.003 0
Si 28.554 4.148 10.906 0.004 0.005 0.009
Si -33.99 6.841 10.904 0 -0.005 -0.001
Si 28.572 -6.742 10.904 -0.001 0.004 0
Si -34.001 -4.034 10.916 -0.008 0.009 -0.004
Si -29.91 0.043 12.276 -0.007 -0.004 0.003
Si -27.175 2.745 12.279 0.003 0.003 0.006
Si -29.908 5.484 12.261 0.013 -0.003 -0.002
Si -27.182 -8.14 12.281 0.004 -0.003 0.006
Si -29.914 -5.398 12.264 -0.007 0.002 -0.003
Si -27.175 -2.698 12.277 -0.014 -0.003 0.001
Si -24.444 0.008 12.293 0 0.002 0.005
Si 27.185 2.79 12.256 -0.002 -0.007 -0.005
Si 24.489 5.494 12.239 0.005 0.01 -0.005
Si -21.738 -8.174 12.317 -0.003 0.002 0.005
Si -24.455 -5.433 12.297 0.002 0.005 0.005
Si -21.731 -2.725 12.307 0.004 0.007 0
Si -35.378 0.073 12.277 -0.008 -0.001 0.006
Si -32.643 2.775 12.264 -0.003 0 0.003
Si -35.361 5.501 12.265 0.002 0.009 0.005
Si -32.64 8.21 12.257 -0.009 0.001 -0.003
Si -35.374 -5.372 12.279 0.008 -0.012 0.008
Si -32.652 -2.656 12.266 0.001 -0.006 -0.001
Si -31.279 1.423 13.619 0.004 0.001 0.002
Si -28.535 4.135 13.612 -0.019 0.011 -0.005
Si -31.28 6.85 13.608 0.005 0.004 -0.007
Si -28.552 -6.759 13.615 -0.01 0.008 -0.002
Si -31.287 -4.021 13.603 0.003 0.007 -0.005
Si -28.539 -1.324 13.621 0.022 -0.009 0.002
Si -25.802 1.388 13.637 0.002 -0.003 0.005
Si 25.83 4.137 13.625 0.009 0.008 0.004
Si -25.814 -9.503 13.637 -0.005 -0.005 0
Si -23.096 -6.794 13.666 -0.003 -0.001 -0.001
Si -25.808 -4.047 13.645 0.002 -0.009 0
Si -23.075 -1.345 13.667 0.001 -0.004 0.001
Si -36.745 1.447 13.63 -0.007 0.01 0.003
Si -34.011 4.135 13.622 0.002 -0.001 0.003
Si 28.562 -9.45 13.62 0.007 -0.007 0.01
Si -34.005 9.574 13.609 0.014 -0.004 -0.002
Si 28.532 -4.002 13.635 0.001 0.008 0.004
Si -34.014 -1.284 13.627 0.007 -0.001 0.006
Si -32.667 0.099 14.983 0.003 0.008 0.005
Si -29.91 2.798 14.956 0.008 0.007 0.005
Si -32.648 5.503 14.965 -0.009 0 0.01
Si -29.926 8.213 14.964 -0.008 -0.002 0.012
Si -32.655 -5.373 14.952 -0.016 -0.007 -0.003
Si -29.939 -2.657 14.96 -0.01 -0.011 -0.005
Si -27.165 0.03 14.977 -0.015 -0.007 0.005
Si -24.439 2.725 15.026 -0.007 0.003 0.012
Si -27.176 5.472 14.996 0 -0.003 0.005
Si -24.457 -8.16 15.011 0.008 0.004 0.005
Si -27.194 -5.4 14.974 -0.005 -0.002 0.004
Si -24.44 -2.692 15.017 0.003 0.006 0.01
Si 27.159 0.096 14.98 0.004 0.002 -0.004
Si -35.393 2.812 14.998 0 0.002 0.001
Si 27.204 5.501 14.97 -0.002 0.011 -0.002
Si 29.916 -8.082 14.982 0.001 0.006 0.004
Si 27.161 -5.368 14.985 -0.014 -0.001 0.014
Si 29.88 -2.617 14.986 -0.001 0.003 0.012
Si -15.268 -1.009 -0.099 0.264 -0.286 0.686
Si -11.992 1.174 0.113 -0.156 0.065 0.724
Si -15.287 4.29 -0.015 0.118 -0.147 0.688
Si -12.682 6.929 0.092 0.274 -0.087 0.673
Si -14.81 -7.12 0.232 -0.057 0.182 0.671
Si -12.092 -4.387 0.188 -0.014 0.182 0.665
Si -9.777 -1.063 -0.1 0.169 -0.265 0.695
Si -6.919 1.46 0.024 0.165 -0.173 0.689
Si -9.132 3.735 -0.118 -0.249 0.229 0.7
Si -6.489 6.545 -0.051 -0.351 0.363 0.599
Si -9.919 -6.647 0.038 0.239 -0.112 0.708
Si -22.849 -4.231 0.216 -0.193 0.02 0.672
Si -20.369 -1.506 0.067 -0.125 0.243 0.692
Si -17.562 1.197 0.091 -0.233 0.181 0.719
Si -20.549 4.242 0.105 0.2 -0.21 0.733
Si -17.291 6.709 0.06 -0.231 0.005 0.618
Si -20.732 -6.558 0.095 0.205 -0.107 0.692
Si -18.077 -3.698 -0.088 0.239 -0.285 0.757
Si -13.642 0.007 1.303 0.004 -0.006 -0.023
Si -10.77 2.73 1.314 0.024 0.009 -0.04
Si -13.72 5.349 1.421 -0.03 -0.003 -0.056
Si -11.011 8.068 1.331 -0.001 -0.015 -0.06
Si -13.642 -5.527 1.47 -0.003 -0.001 -0.023
Si -10.871 -2.708 1.258 -0.006 0.019 -0.026
Si -8.159 -0.06 1.306 0.001 0.012 -0.049
Si -21.764 2.72 1.428 -0.005 0.025 -0.05
Si -8.152 5.424 1.209 0.003 -0.001 -0.066
Si -21.754 -8.173 1.44 -0.006 -0.011 -0.051
Si -8.239 -5.56 1.341 -0.014 0.015 -0.036
Si -21.736 -2.703 1.534 0.019 0.01 -0.036
Si -19.131 0.02 1.366 0.014 -0.024 -0.048
Si -16.389 2.756 1.376 0.001 0.001 -0.049
Si -18.967 5.511 1.287 0.002 -0.004 -0.045
Si -16.254 -8.254 1.634 -0.006 -0.027 -0.021
Si -19.044 -5.413 1.278 0.019 0.018 -0.069
Si -16.353 -2.693 1.186 0.007 0.001 -0.063
Si -14.958 1.394 2.689 0.005 -0.006 0.006
Si -12.213 4.038 2.662 -0.011 -0.035 0.022
Si -14.945 6.677 2.93 0.037 -0.005 0.029
Si -12.282 -6.897 2.802 0.002 -0.03 0.031
Si -15.036 -4.065 2.648 -0.021 0.031 0.011
Si -12.283 -1.396 2.648 0.023 0 0.005
Si -9.478 1.332 2.705 0.006 -0.007 0.042
Si -6.788 4.065 2.642 -0.02 0.002 0.044
Si -9.549 6.732 2.611 0.018 -0.01 0.021
Si -6.82 -6.901 2.655 0.036 -0.004 0.013
Si -9.53 -4.088 2.666 -0.02 -0.01 0.017
Si -23.15 -1.34 2.781 -0.016 0.021 0.012
Si -20.434 1.35 2.773 0.005 0.015 0.001
Si -17.725 4.103 2.743 -0.015 0.013 0.01
Si -20.32 6.817 2.737 -0.003 -0.01 0.03
Si -17.707 -6.776 2.717 -0.045 0.013 0
Si -20.342 -4.106 2.793 0.016 -0.019 0.018
Si -17.688 -1.361 2.665 -0.009 -0.017 0.033
Si -16.323 0.004 4.038 -0.017 0.004 -0.018
Si -13.571 2.696 4.063 -0.016 0.017 0.001
Si -16.364 5.359 4.198 0.001 0.007 0.004
Si -13.592 8.092 4.204 0.008 -0.01 0.011
Si -16.343 -5.424 4.071 0.013 -0.013 0.021
Si -13.635 -2.746 4.029 0.007 0.009 0.005
Si -10.9 -0.034 4.021 0.004 0.017 -0.009
Si -8.127 2.705 4.049 -0.005 0.01 -0.011
Si -10.88 5.404 4.037 -0.002 0.016 0.007
Si -8.181 8.074 4.011 -0.002 0.001 0.009
Si -10.89 -5.463 4.053 0.003 0.003 -0.019
Si -8.17 -2.763 4.058 -0.009 -0.012 0.008
Si -21.776 -0.001 4.14 -0.003 -0.014 0.001
Si -19.062 2.722 4.108 -0.006 0.023 -0.017
Si -21.694 5.456 4.126 -0.012 0.007 0.001
Si -19.021 -8.14 4.124 0.01 0 0.01
Si -21.74 -5.467 4.125 0.002 0.011 -0.008
Si -18.988 -2.721 4.111 0.006 0.001 -0.012
Si -14.969 -1.42 16.408 -0.005 -0.002 -0.009
Si -12.236 1.288 16.376 -0.011 -0.004 -0.003
Si -14.96 4.026 16.412 0.011 0.002 -0.005
Si -12.274 6.739 16.295 -0.022 -0.008 -0.013
Si -14.922 -6.852 16.361 0 0 -0.002
Si -12.22 -4.157 16.383 -0.003 0.012 -0.003
Si -9.491 -1.431 16.343 0.009 -0.009 -0.007
Si -23.089 1.377 16.433 0.006 0 -0.001
Si -9.476 3.981 16.29 -0.004 0.001 -0.008
Si -23.1 -9.537 16.377 -0.005 -0.002 0.001
Si -9.506 9.493 16.328 0 -0.002 0.004
Si -23.113 -4.061 16.41 0.008 0.001 -0.002
Si -20.374 -1.39 16.449 0.013 0.009 -0.005
Si -17.701 1.3 16.471 -0.013 -0.006 -0.011
Si -20.387 4.008 16.44 -0.027 0.002 -0.007
Si -17.673 -9.59 16.413 -0.013 -0.001 -0.012
Si -20.391 -6.817 16.414 0.003 0.012 -0.014
Si -17.684 -4.104 16.428 -0.001 -0.012 -0.011
Si -13.614 -0.06 17.756 0.004 -0.007 -0.003
Si -10.802 2.627 17.676 0.007 0 0.003
Si -13.6 5.422 17.74 -0.016 0.025 0.03
Si -10.919 8.106 17.606 0.001 0.002 -0.019
Si -13.596 -5.498 17.769 -0.015 0 0.007
Si -10.807 -2.821 17.713 -0.001 -0.011 0.002
Si -8.116 -0.103 17.724 0.02 -0.005 0
Si -21.744 2.687 17.868 0.013 0.003 0.029
Si -8.128 5.327 17.658 0.017 -0.001 0.029
Si -21.747 -8.199 17.754 0.001 0.008 0.012
Si -8.102 -5.458 17.663 -0.013 0.018 0.018
Si -21.755 -2.723 17.815 -0.001 -0.004 0.015
Si -19.019 -0.095 17.888 0.016 0.001 0.006
Si -16.337 2.685 17.803 -0.011 -0.002 -0.019
Si -19.016 5.342 17.799 0.017 0.007 -0.014
Si -16.261 -8.23 17.709 0.006 -0.015 -0.009
Si -19.055 -5.448 17.798 0.015 -0.005 0.001
Si -16.323 -2.763 17.815 -0.012 0.012 -0.023
Si -15.013 1.282 19.138 0 -0.045 -0.021
Si -12.141 4.041 18.967 0.004 0.018 -0.023
Si -14.984 6.751 19.176 -0.01 -0.006 -0.051
Si -12.231 9.401 19.062 -0.003 -0.016 -0.001
Si -14.96 -4.126 19.157 0.025 -0.022 -0.017
Si -12.193 -1.454 19.021 -0.003 -0.008 -0.033
Si -9.443 1.276 19.075 -0.015 0.034 -0.005
Si -23.133 4.124 19.179 0.011 -0.019 -0.053
Si -9.566 6.729 18.898 0 -0.04 -0.033
Si -23.194 -6.834 19.026 0.013 -0.024 -0.026
Si -9.425 -4.147 19.127 0.024 0.034 -0.046
Si -6.818 -1.486 19.148 -0.029 -0.046 -0.007
Si -20.408 1.244 19.251 -0.042 0.017 -0.024
Si -17.658 4.028 19.249 0.017 0.014 0.004
Si -20.381 -9.599 19.113 -0.026 0.011 -0.003
Si -17.596 -6.84 19.025 -0.002 0.02 -0.03
Si -20.439 -4.11 19.21 0.026 0 -0.007
Si -17.646 -1.476 19.301 -0.023 0.022 -0.007
Si -16.261 -0.09 20.68 -0.003 -0.003 0.029
Si -13.549 2.72 20.256 -0.004 0.023 0.041
Si -16.334 5.418 20.664 0.03 0.031 0.054
Si -13.585 8.122 20.511 -0.02 -0.002 0.041
Si -16.312 -5.517 20.504 -0.006 0.004 0.075
Si -13.493 -2.818 20.444 -0.002 -0.003 0.053
Si -10.828 -0.096 20.374 0.016 -0.017 0.07
Si -8.075 2.603 20.459 0.028 0.009 0.062
Si -10.838 5.408 20.376 -0.011 0.015 0.048
Si -8.053 8.048 20.049 -0.009 -0.009 0.039
Si -10.754 -5.672 20.358 0.028 0.008 0.023
Si -8.14 -2.788 20.676 -0.023 0.004 0.065
Si -21.814 -0.087 20.699 0.031 0.008 0.045
Si -18.975 2.589 20.587 0.006 -0.021 0.032
Si -21.77 5.486 20.561 -0.013 0.008 0.033
Si -18.905 -8.258 20.329 0.022 -0.027 0.04
Si -21.897 -5.522 20.444 -0.011 -0.008 0.035
Si -19.046 -2.852 20.695 0.021 -0.032 0.035
Si -14.453 -1.152 21.817 -0.277 -0.197 -0.681
Si -12.361 1.204 21.537 0.167 0.114 -0.694
Si -14.595 4.21 21.707 -0.198 -0.005 -0.642
Si -12.439 6.493 21.745 0.154 0.108 -0.73
Si -15.103 9.334 21.881 0.249 0.166 -0.733
Si -11.912 -4.13 21.626 -0.248 -0.098 -0.722
Si -9.913 -1.666 21.892 0.435 0.244 -0.608
Si -22.932 1.633 21.919 -0.181 -0.29 -0.665
Si -9.172 4.333 21.627 -0.098 -0.223 -0.702
Si -23.417 6.735 21.792 0.262 0.105 -0.684
Si -9.137 9.401 21.561 -0.229 0.05 -0.587
Si -7.063 -4.562 21.866 0.123 0.288 -0.665
Si -20.199 -1.273 22.017 -0.345 -0.236 -0.674
Si -17.91 0.983 22.042 0.338 0.306 -0.683
Si -20.608 3.785 21.737 0.068 0.183 -0.701
Si -17.423 7.139 21.967 -0.181 -0.322 -0.634
Si -20.27 -6.84 21.503 -0.255 -0.098 -0.72
Si -18.015 -4.65 21.899 0.258 0.434 -0.672
Si -29.873 -6.297 24.108 -0.007 0.057 -0.056
Si -19.346 2.416 -2.156 -0.051 0.01 0.152
Si -8.998 -1.535 -3.168 0.033 -0.055 0.21
Si -21.287 -1.454 24.927 0.053 0.021 -0.216
Si -21.677 0.299 -2.153 -0.01 -0.047 0.164
Si -16.884 4.868 -5.732 0.042 0.038 -0.033
Si -9.209 4.106 -3.201 0.116 -0.026 0.034
Si -23.043 -3.797 24.446 0 -0.05 0.003
Si -16.145 -0.564 -5.529 0.056 0.035 -0.006
Si -17.783 7.589 24.929 -0.076 -0.039 -0.049
Si -28.245 -2.143 26.028 -0.002 -0.014 -0.173
Si -21.044 -5.998 25.412 0.119 -0.014 -0.056
Si -12.718 -3.067 -6.619 -0.082 0.064 0.004
Si -21.403 5.663 -4.928 -0.132 -0.056 0.093
Si -25.796 -0.635 24.767 -0.114 -0.132 -0.044
Si -25.848 4.343 25.023 0.053 -0.05 -0.179
Si -14.224 -7.193 -5.69 -0.085 -0.062 0.095
Si -13.741 -2.349 24.54 0.09 0.033 -0.072
Si -11.914 1.909 24.441 0.033 -0.056 -0.129
Si -14.669 -4.477 -4.853 0.001 -0.093 0.033
Si -14.763 3.187 24.57 -0.01 0.004 -0.155
Si -12.769 6.41 -2.836 -0.077 -0.02 0.021
Si -8.26 6.814 -4.41 -0.023 -0.061 -0.004
Si -16.758 -7.431 -2.005 -0.069 -0.027 0.268
Si -19.476 3.392 -4.973 -0.011 0.059 -0.007
Si -10.984 -1.04 24.694 0.074 0.008 -0.116
Si -23.865 -0.59 -4.02 0.071 0.086 -0.087
Si -19.897 8.086 -5.354 -0.032 0.117 0.03
Si -13.159 3.305 -6.982 -0.22 -0.02 -0.045
Si -14.372 -0.429 -2.932 -0.061 0.037 0.061
Si -26.701 -2.976 -2.162 -0.031 -0.034 0.157
Si -13.77 2.456 -2.132 -0.031 0.001 0.101
Si -23.411 6.592 -2.828 0.05 0.023 0.109
Si -16.979 1.129 25.108 -0.066 -0.022 -0.13
Si -15.426 6.905 -4.043 0.048 -0.105 -0.002
Si -12.041 -6.981 -3.781 -0.001 0.001 -0.036
Si -23.02 -5.635 -4.095 0.09 -0.071 0.001
Si -12.953 -4.229 -2.646 0.02 -0.017 0.058
Si -10.543 7.749 23.837 0.027 -0.03 -0.085
Si -23.868 4.966 -6.721 0.092 -0.081 0.101
Si -17.925 -5.62 24.74 -0.075 -0.047 -0.11
Si -21.546 7.787 23.873 -0.099 0.001 -0.105
Si -17.297 -3.176 -5.481 -0.184 0.035 0.122
Si -22.378 -6.796 -6.739 0.023 0.004 0
Si -11.871 -1.783 -4.04 -0.137 -0.117 0.038
Si -15.843 2.297 -6.21 0.018 -0.12 0.026
Si -11.412 -6.312 25.848 -0.002 0.043 0.062
Si -13.547 -5.287 24.043 -0.04 -0.047 -0.183
Si -18.231 -4.85 -2.913 0.029 0.099 0.081
Si -20.453 4.857 24.493 -0.046 -0.022 0.023
Si -9.18 -6.96 -2.896 -0.095 0.023 0.096
Si -22.937 3.617 25.876 -0.035 0.023 0.034
Si -11.931 3.911 -4.212 -0.019 -0.04 0.16
Si -20.469 -6.648 -2.831 -0.022 0.047 0.033
Si -14.97 -1.371 5.411 0.006 0 -0.007
Si -12.237 1.316 5.421 0.018 -0.012 0.003
Si -14.943 4.01 5.48 0.015 -0.001 0.001
Si -12.2 6.734 5.486 -0.006 -0.016 0.018
Si -14.985 9.513 5.455 -0.014 0.007 -0.003
Si -12.272 12.209 5.407 -0.009 -0.006 0
Si -9.542 -1.395 5.399 -0.006 0.009 0
Si -6.775 1.331 5.394 0.008 0.003 0.009
Si -9.52 4.039 5.403 -0.002 -0.005 0.007
Si -23.096 6.794 5.475 0.012 0.001 0.004
Si -9.515 -6.845 5.39 -0.002 -0.009 -0.006
Si -6.812 -4.135 5.411 0.015 -0.002 0.007
Si -20.384 -1.375 5.463 -0.003 0.005 0.004
Si -17.676 1.345 5.437 0.014 -0.006 -0.005
Si -20.384 4.077 5.501 -0.003 0.004 0.005
Si -17.684 6.797 5.499 -0.011 0.001 0.005
Si -20.394 -6.817 5.499 -0.002 0.01 0.003
Si -17.662 -4.087 5.485 -0.012 0.003 0.005
Si -13.603 -0.033 6.792 -0.003 0.008 -0.004
Si -10.878 2.682 6.78 -0.007 0.003 0.002
Si -13.59 5.388 6.832 0.004 0.006 0.004
Si -10.852 8.128 6.804 -0.003 -0.002 -0.002
Si -13.609 10.861 6.808 0.001 0.002 -0.002
Si -10.901 -2.754 6.771 0.002 0.001 -0.003
Si -8.162 -0.032 6.751 0.001 -0.003 -0.006
Si -21.745 2.718 6.862 0.003 0.002 0.003
Si -24.472 5.432 6.822 0.001 0 -0.013
Si -5.453 8.104 6.767 0.007 0 0
Si -8.17 -5.492 6.775 0.003 0.003 -0.007
Si -5.458 -2.767 6.778 -0.004 0.004 0.001
Si -19.028 -0.009 6.822 -0.002 0.005 -0.003
Si -16.31 2.664 6.836 0.008 0.009 -0.001
Si -19.033 5.433 6.864 -0.001 0.005 0.002
Si -16.318 8.152 6.846 0 0.005 0.005
Si -19.026 -5.451 6.845 -0.001 -0.004 0.005
Si -16.299 -2.725 6.823 0.003 -0.006 0.001
Si -14.954 1.307 8.191 -0.011 -0.013 0
Si -12.233 4.021 8.178 -0.004 -0.006 -0.006
Si -14.951 6.768 8.185 0.01 0.005 -0.006
Si -12.242 9.482 8.154 0 0.003 -0.001
Si -14.954 -4.098 8.188 0.003 0.003 0
Si -12.246 -1.398 8.155 -0.007 -0.005 -0.004
Si -9.517 1.318 8.138 -0.006 0.004 -0.004
Si -23.112 4.082 8.206 -0.008 -0.008 -0.004
Si -9.5 6.754 8.154 0.012 0.009 -0.007
Si -6.804 -6.849 8.134 0.011 -0.004 -0.004
Si -9.539 -4.125 8.13 -0.006 -0.014 -0.004
Si -6.819 -1.4 8.128 0.002 -0.01 -0.001
Si -20.376 1.349 8.204 -0.001 0.001 -0.005
Si -17.66 4.052 8.196 0.008 0.011 -0.008
Si -20.397 6.787 8.222 -0.007 -0.006 -0.001
Si -17.677 -6.816 8.214 -0.002 -0.004 -0.005
Si -20.374 -4.094 8.221 0.005 0.002 0.002
Si -17.669 -1.376 8.189 0.006 -0.005 -0.004
Si -16.313 -0.035 9.569 0.007 0.003 0.004
Si -13.597 2.671 9.55 0.006 0.001 0.003
Si -16.308 5.411 9.561 0.005 0 -0.001
Si -13.591 8.128 9.541 -0.002 0 0.002
Si -16.312 -5.456 9.565 -0.002 0.001 0.004
Si -13.596 -2.743 9.547 0.007 -0.001 0.005
Si -10.882 -0.039 9.512 0.004 0.002 0
Si -24.461 2.722 9.569 -0.003 -0.004 0.006
Si -10.871 5.395 9.522 -0.005 0.002 -0.003
Si -8.15 8.114 9.515 0.001 0 0.003
Si -10.888 -5.477 9.516 -0.007 -0.001 0.001
Si -8.176 -2.765 9.494 -0.005 0.009 -0.002
Si -21.734 -0.01 9.569 0 -0.004 0
Si -19.019 2.702 9.572 0.008 -0.003 -0.003
Si -21.75 5.428 9.582 -0.007 0.01 0.001
Si -19.033 -8.178 9.58 -0.006 0.001 -0.001
Si -21.74 -5.45 9.582 -0.002 0.006 -0.001
Si -19.013 -2.736 9.573 -0.005 -0.002 0.003
Si -14.956 -1.398 10.931 -0.006 -0.008 0.004
Si -12.241 1.302 10.905 -0.004 -0.003 0
Si -14.956 4.034 10.919 0.005 0.003 0.001
Si -12.236 6.75 10.893 0.004 0.002 -0.003
Si -14.956 9.485 10.914 0.008 -0.001 -0.002
Si -12.242 -4.119 10.894 -0.005 0.002 -0.001
Si -9.527 -1.409 10.871 -0.005 -0.011 0.001
Si -23.092 1.359 10.925 0.001 0.006 -0.007
Si -25.814 4.095 10.921 0.002 0.003 -0.001
Si -6.801 6.745 10.875 0.001 -0.001 0.005
Si -9.523 9.473 10.866 -0.001 -0.001 -0.006
Si -6.809 -4.128 10.851 0.002 -0.004 0
Si -20.375 -1.375 10.934 0.007 -0.002 -0.007
Si -17.667 1.331 10.936 0 -0.001 0
Si -20.381 4.061 10.938 -0.006 -0.002 -0.006
Si -17.675 6.766 10.931 -0.001 0.004 -0.003
Si -20.383 -6.815 10.95 -0.002 -0.003 -0.004
Si -17.665 -4.102 10.946 0.005 0.003 0.003
Si -13.6 -0.041 12.298 0.007 -0.002 0.001
Si -10.876 2.663 12.253 -0.004 -0.001 -0.002
Si -13.595 5.394 12.271 0.002 0.006 0.004
Si -10.87 8.11 12.242 0.004 0.009 -0.002
Si -13.6 10.849 12.272 0.006 0.004 0.004
Si -10.886 -2.759 12.252 0.002 -0.003 0.001
Si -8.156 -0.052 12.224 0.005 0.002 0
Si -21.733 2.701 12.304 -0.002 -0.011 0.001
Si -24.452 5.44 12.296 -0.005 0.001 0.006
Si -5.437 8.11 12.223 -0.001 -0.001 0.004
Si -8.168 -5.484 12.224 -0.008 -0.011 -0.002
Si -5.438 -2.768 12.203 -0.005 0.009 -0.001
Si -19.024 -0.024 12.309 -0.006 -0.001 -0.001
Si -16.31 2.681 12.305 0 0.002 0.004
Si -19.024 5.408 12.315 -0.003 0.003 0.005
Si -16.321 8.13 12.287 0 -0.008 0.001
Si -19.026 -5.46 12.318 -0.003 -0.004 0.003
Si -16.308 -2.748 12.315 0.011 0.003 0.01
Si -14.961 1.316 13.679 -0.004 -0.001 0.002
Si -12.24 4.016 13.625 0 -0.002 0.001
Si -14.972 6.748 13.634 0.001 0.009 0.002
Si -12.226 9.476 13.601 0 -0.013 -0.007
Si -14.954 -4.125 13.669 0.001 -0.007 0.008
Si -12.244 -1.422 13.647 0.001 -0.003 0.003
Si -9.522 1.284 13.604 0.001 -0.002 0.004
Si -23.085 4.073 13.659 0.004 0.002 -0.003
Si -9.521 6.743 13.613 -0.008 0.006 0.003
Si -6.812 9.464 13.575 -0.007 0.011 0.001
Si -9.521 -4.123 13.598 -0.006 0.008 0.002
Si -6.783 -1.411 13.575 0.002 -0.012 0.002
Si -20.387 1.329 13.678 0.001 0.005 -0.006
Si -17.678 4.025 13.683 0.002 -0.002 0.001
Si -20.381 -9.547 13.683 -0.005 0 0.007
Si -17.669 9.485 13.679 0.001 -0.002 0.003
Si -20.385 -4.094 13.683 0.001 0.003 0
Si -17.671 -1.384 13.682 -0.008 0.007 -0.002
Si -16.326 -0.032 15.068 -0.001 0.002 0.003
Si -13.591 2.676 15.03 0.005 0.003 0
Si -16.313 5.385 15.031 -0.005 0.007 0.005
Si -13.599 8.125 14.95 0.011 0.002 -0.006
Si -16.318 -5.472 15.05 0.006 -0.001 -0.002
Si -13.593 -2.776 15.04 -0.001 -0.003 0.005
Si -10.875 -0.067 14.999 0.001 0.002 0.007
Si -8.128 2.62 14.942 0.009 0.004 0.002
Si -10.873 5.367 14.976 -0.001 0.003 0.003
Si -8.156 8.109 14.966 0.009 0.008 0
Si -10.876 -5.485 14.968 0.004 0.005 0.011
Si -8.146 -2.758 14.938 0.009 0.007 -0.004
Si -21.73 -0.009 15.078 0.004 0.004 0.003
Si -19.034 2.657 15.063 -0.006 -0.01 0.004
Si -21.727 5.4 15.053 0.005 -0.014 0.012
Si -19.025 -8.194 15.057 -0.002 -0.004 0.003
Si -21.75 -5.442 15.054 0.002 -0.006 0.01
Si -19.029 -2.739 15.054 -0.001 0.002 -0.005
O -6.701 -7.122 24.4 -0.298 0.012 -0.01
O 6.043 3.823 -1.27 -0.432 -0.133 -0.057
O -5.529 -5.387 -0.412 0.056 0.059 -0.239
O -0.923 -3.905 23.057 0.323 0.249 0.056
O -2.682 -5.592 22.131 -0.168 0.143 0.305
O -2.684 -2.772 -0.404 -0.044 0.202 -0.296
O 0.448 5.169 -3.676 -0.268 -0.074 0.387
O 5.439 -2.968 22.037 0.243 0.078 0.168
O -4.297 3.494 25.716 -0.24 0.273 0.356
O -6.35 7.372 22.591 -0.22 -0.289 0.015
O 4.061 -0.478 -6.104 -0.631 -0.234 0.45
O 1.309 2.632 -3.718 -0.052 0.2 0.735
O -2.694 -0.155 22.034 0.055 0.197 0.176
O -6.839 0.547 23.037 -0.249 -0.313 0.08
O -1.826 3.149 24.959 0.324 0.223 0.578
O 8.115 2.558 -0.405 -0.034 0.039 -0.264
O 2.77 5.442 21.847 -0.067 -0.049 0.083
O 1.293 -6.078 -1.248 0.239 0.218 -0.416
O 2.766 0.157 22.077 -0.263 0.109 0.172
O 9.053 6.273 -2.125 0.181 0.228 -0.177
O -4.32 -1.81 23.159 -0.382 0.217 -0.079
O 10.322 -3.934 22.74 0.339 0.159 0.025
O 3.744 -5.423 -6.038 -0.376 0.091 0.392
O 8.217 -5.472 22.121 -0.152 0.125 0.361
O 6.48 -7.176 23.162 -0.527 -0.347 -0.059
O 1.676 -4.406 24.756 0.126 0.549 -0.154
O 5.512 2.38 25.478 0.368 -0.146 -0.041
O 12.697 1.758 -3.063 -0.357 0.033 0.224
O 3.738 -4.764 23.124 0.409 -0.065 0.551
O -5.127 7.194 24.892 0.76 -0.133 0.002
O 4.602 -2.917 -5.619 -0.004 0.264 0.477
O 0.099 5.518 -0.494 0.096 -0.111 -0.168
O 0.14 -0.123 -0.456 -0.237 0.03 -0.469
O 6.478 3.45 23.136 0.105 0.003 0.225
O -2.398 1.856 -4.185 -0.015 -0.319 -0.223
O 7.691 7.964 -3.509 -0.047 0.059 -0.451
O -1.451 7.871 25.364 -0.057 0.608 -0.267
O 2.997 -2.312 25.761 0.252 -0.59 -0.124
O -1.933 6.732 22.95 -0.854 0 0.112
O -6.445 -1.253 -5.789 0.125 0.054 -0.349
O 7.242 -5.671 25.139 0.027 0.029 0.219
O -0.667 -4.258 -1.187 0.296 0.355 -0.343
O 4.285 4.495 -3.081 -0.217 -0.177 -0.394
O -9.959 -1.022 23.41 0.096 0.069 0.273
O -6.706 6.385 -4.245 0.073 -0.416 -0.391
O 1.838 -2.036 -1.075 -0.352 -0.365 -0.271
O 4.319 2.027 23.14 -0.496 0.009 0.217
O 4.504 6.55 26.034 0.149 -0.173 0.144
O -8.054 -3.779 25.319 -0.143 0.279 -0.046
O -6.17 -4.436 -3.309 0.328 -0.048 0.2
O 3.808 -3.76 -1.378 0.212 -0.212 -0.443
O 5.524 -5.525 -0.469 0.028 -0.142 -0.336
O -5.22 3.412 -3.72 0.047 -0.374 0.217
O 7.447 -7.495 -0.97 -0.077 -0.487 -0.004
O 0.359 0.289 -4.447 0.019 0.013 0.159
O -5.529 8.031 -6.755 -0.282 -0.596 0.511
O 1.228 3.57 25.349 -0.126 -0.639 -0.244
O 1.874 4.315 -5.694 0.44 -0.386 -0.157
O 7.159 -1.68 -1.163 -0.119 -0.086 -0.481
O -3.733 -6.8 -1.576 0.173 -0.125 -0.015
O -3.04 -3.621 24.626 -0.256 -0.471 -0.014
O 4.259 6.207 -1.111 0.578 -0.423 -0.111
O -4.376 -7.315 23.064 -0.032 0.042 0.17
O -6.799 3.802 -5.838 -0.109 0.283 0.308
O 2.29 4.38 -1.347 0.011 -0.638 -0.44
O 7.334 -3.202 -3.251 -0.393 0.355 0.152
O -7.619 6.805 25.67 -0.038 0.331 -0.291
O -1.879 -0.491 -3.327 -0.528 -0.401 0.302
O -2.693 4.353 -3.646 0.328 0.518 0.111
O 6.596 -1.244 -6.163 -0.02 -0.04 0.078
O -12.124 -2.169 24.424 0.013 -0.075 -0.023
O -1.005 -6.55 -2.286 -0.225 0.023 -0.103
O -3.808 0.934 -2.15 -0.077 0.597 0.514
O -4.716 -1.302 -1.143 -0.271 -0.431 -0.129
O 1.533 -6.084 22.732 -0.346 0.336 0.131
O 0.046 -8.153 22.067 -0.01 -0.113 0.287
O 3.882 1.323 -1.341 -0.186 0.519 -0.253
O -8.366 2.101 24.338 -0.102 0.063 -0.176
O 2.49 6.522 -2.97 0.486 0.422 0.351
O -5.247 -3.686 -5.575 0.374 0.037 0.018
O 4.377 6.84 23.319 0.086 0.625 0.259
O -5.237 -7.966 -3.34 -0.391 0.22 -0.16
O -3.522 1.288 24.596 -0.344 -0.081 -0.232
O 2.73 -8.116 -0.382 0.246 0.194 -0.224
O 9.672 -7.083 -2.391 0.091 0.04 0.242
O -22.671 -5.619 -5.667 0.137 0.49 -0.119
O -5.459 5.298 -0.165 0.034 -0.058 -0.16
O -1.298 0.496 25.649 0.524 0.098 0.178
O -1.446 -0.851 -5.952 0.053 -0.18 -0.006
O -25.198 -7.107 -1.367 0.502 0.041 -0.106
O -6.311 -6.075 -5.422 -0.392 -0.038 0.101
O 4.382 -1.265 23.952 0.307 0.124 -0.099
O -0.732 -4.569 25.66 -0.237 -0.474 0.23
O -11.731 1.966 22.832 0.259 0.283 0.014
O -23.342 -3.34 -1.053 0.218 0.463 0.088
O -8.411 -3.012 -3.48 -0.218 -0.325 -0.766
O 24.406 -5.388 22.129 0.064 0.309 0.225
O 6.078 6.513 -5.987 0.178 -0.062 0.383
O 18.653 -5.723 21.952 -0.151 -0.198 0.265
O 4.074 -7.966 -6.275 -0.358 0.115 0.594
O 5.598 0.022 -0.068 0.191 -0.013 -0.394
O -24.134 -1.923 -3.19 -0.128 0.008 -0.199
O -30.732 -5.943 22.793 -0.187 0.304 0.05
O 5.496 0.615 -3.351 0.431 -0.369 0.356
O -18.096 6.914 23.459 -0.469 -0.222 0.144
O -26.182 1.647 -5.579 0.264 -0.278 -0.3
O -3.597 4.146 23.194 0.046 0.03 0.18
O -1.397 1.564 -1.657 0.037 0.25 -0.223
O -3.328 -1.257 25.64 -0.626 0.424 0.062
O 6.217 -0.855 25.776 -0.21 -0.025 0.313
O -21.688 3.915 24.907 -0.018 -0.245 -0.372
O -8.671 4.411 25.423 0.353 -0.119 0.4
O 27.936 7.924 -1.435 -0.038 -0.088 0.293
O 22.867 4.361 23.362 -0.259 -0.415 0.19
O 31.051 4.1 -2.739 0.05 0.384 -0.324
O -31.832 3.568 -1.543 0.338 -0.302 -0.199
O 8.558 -3.46 24.524 -0.184 0.383 -0.243
O -7.418 -3.708 -1.158 -0.364 0.495 -0.15
O 10.03 -5.611 24.766 -0.183 -0.259 -0.082
O 23.57 4.618 -1.488 0.082 0.459 -0.088
O 10.757 -5.239 -0.307 -0.046 0.068 -0.159
O 15.608 -4.175 22.856 0.692 0.387 0.17
O 13.588 -5.315 21.799 -0.249 0.203 0.092
O 15.624 -4.04 -1.392 0.035 0.21 -0.328
O 16.694 7.912 -2.67 0.629 0.157 0.109
O 16.641 6.426 24.916 0.561 0.328 -0.196
O 2.319 5.86 24.631 -0.143 0.291 0.015
O 12.656 4.647 22.885 0.048 0.433 -0.245
O 8.113 5.299 22.229 -0.155 0.142 0.237
O 19.771 1.609 -1.368 0.264 0.168 -0.483
O 15.042 4.831 -5.786 -0.165 -0.134 -0.28
O 13.724 0.102 22.203 -0.252 -0.195 0.446
O 14.293 -7.962 -3.737 0.066 0.434 -0.471
O 17.15 0.178 24.454 0.339 0.13 -0.029
O 24.655 2.731 -0.249 0.156 -0.129 -0.424
O 16.99 4.672 22.887 0.082 -0.565 0.153
O -20.847 4.182 -4.601 -0.266 -0.485 0.135
O 16.526 -1.513 22.622 -0.585 -0.289 -0.073
O 25.545 6.869 -1.143 -0.506 0.046 -0.191
O 11.145 -3.193 25.109 -0.202 0.129 0.373
O 26.304 -3.808 22.996 0.622 0.206 0.04
O 27.315 -2.743 25.177 0.505 -0.228 0.162
O 18.568 -6.893 -4.542 0.256 -0.079 0.409
O 22.865 -7.313 23.047 0.66 0.041 0.367
O 18.597 -4.901 24.901 -0.006 -0.68 -0.356
O 21.991 -4.489 -4.206 -0.179 0.035 0.317
O 26.276 1.036 -1.321 0.177 0.176 -0.267
O 20.029 -3.756 23.058 0.429 0.083 0.087
O 12.743 5.438 25.356 -0.868 0.018 -0.059
O 31.373 -7.738 25.322 0.364 0.158 0.277
O 16.324 5.466 -0.479 0.067 0.04 -0.266
O 16.391 0.099 -0.45 -0.135 -0.079 -0.473
O 25.713 -1.397 -2.266 -0.035 -0.048 -0.291
O 17.505 4.08 -6.347 -0.158 0.004 0.38
O 25.733 -7.464 -2.64 0.268 0.514 -0.428
O 12.324 -6.362 25.678 0.253 0.459 0.504
O 23.76 -2.51 -6.365 -0.114 -0.294 0.151
O 15.107 6.602 22.806 -0.47 0.217 0.151
O 10.761 0.194 -3.622 -0.464 0.092 -0.411
O 12.914 7.87 -5.91 -0.612 0.326 0.111
O 27.355 2.418 25.344 0.211 0.42 0.26
O 9.726 6.953 23.296 0.279 -0.011 0.307
O -12.674 -7.003 -5.265 0.461 0.045 -0.443
O 23.313 7.941 -3.361 -0.623 -0.019 0.11
O 31.356 -4.425 -1.291 0.55 -0.569 -0.051
O 4.136 -1.282 -2.143 0.672 -0.217 0.205
O 6.665 5.59 -3.019 -0.143 0.358 -0.229
O 21.768 3.124 -4.812 0.355 0.317 -0.268
O 20.665 7.762 22.429 -0.123 0.597 -0.18
O 23.356 -1.886 -1.315 -0.371 -0.164 -0.131
O 27.666 7.708 -6 0.318 -0.196 0.389
O 21.775 -5.353 -0.457 0.281 -0.238 -0.398
O 15.982 2.169 25.683 -0.501 -0.027 0.1
O -12.819 -0.742 -3.253 0.458 0.235 0.444
O 10.706 -3.349 -5.524 0.164 0.212 0.075
O 19.37 -4.425 -4.48 0.035 0.287 0.202
O -17.436 -1.554 -5.399 -0.452 0.33 -0.065
O 11.655 8.087 -3.714 -0.5 -0.27 0.164
O 23.571 -7.362 -0.968 0.059 -0.443 0.049
O 14.538 7.281 -1.3 -0.836 -0.302 -0.013
O 22.659 -1.684 23.172 -0.345 -0.231 0.03
O 19.577 2.352 -6.61 0.504 0.054 -0.358
O -0.956 -2.05 24.928 0.615 0.282 -0.3
O -26.629 5.366 -3.486 -0.35 0.606 -0.571
O -16.639 5.999 -4.605 -0.567 0.002 0.189
O 12.211 -6.731 -1.719 0.344 -0.084 -0.53
O 13.625 -3.711 24.479 -0.154 -0.019 0.159
O 10.389 -5.947 -6.291 0.233 -0.222 0.412
O -1.132 1.444 23.181 0.401 0.123 0.135
O 19.48 3.124 -3.513 0.205 -0.066 -0.093
O 20.816 6.695 -1.238 0.57 -0.125 -0.115
O 12.413 -7.182 23.155 -0.186 -0.411 0.153
O 6.075 -4.928 -4.862 0.033 -0.456 -0.097
O 18.764 -0.106 22.015 0.216 -0.233 0.432
O 15.615 -1.639 25.238 0.161 -0.132 0.24
O -21.738 2.706 22.229 -0.103 -0.092 -0.005
O -31.423 -6.587 -1.511 -0.523 -0.116 -0.168
O -5.902 -5.178 25.825 0.601 0.192 0.17
O 22.86 -2.942 25.537 0.38 -0.441 0.077
O 13.413 5.974 -4.088 -0.47 -0.246 0.328
O -6.713 6.977 -1.617 -0.35 0.204 -0.222
O -17.444 -7.169 24.654 0.434 -0.027 -0.131
O 12.842 3.726 -1.371 -0.174 0.016 -0.411
O -31.285 -7.773 -6.216 0.381 -0.09 0.303
O 7.934 7.966 25.002 0.038 -0.287 -0.071
O -17.495 1.312 23.584 -0.167 0.478 0.291
O 13.115 -0.375 -4.557 -0.177 -0.415 0.027
O 13.661 7.831 25.165 0.133 -0.156 -0.148
O 11.727 -0.987 -1.428 0.115 -0.063 -0.371
O -5.444 -0.577 -3.494 0.612 -0.604 -0.288
O 24.338 0.014 22.121 -0.146 -0.118 0.31
O 29.51 2.034 -3.176 -0.406 -0.21 -0.361
O -26.758 -1.669 25.573 0.24 -0.296 0.142
O 24.273 -5.187 -5.371 0.389 0.156 0.178
O -18.422 4.337 -5.785 -0.02 0.209 -0.564
O -30.26 -4.392 -2.303 0.12 -0.194 0.224
O 8.765 3.12 25.108 -0.486 0.272 -0.398
O 19.126 5.66 21.959 0.202 0.012 0.286
O 4.964 1.926 -5.532 0.217 0.285 -0.161
O 18.569 6.052 -2.517 -0.094 -0.247 0.458
O -24.507 -6.171 -3.837 -0.391 0.339 -0.474
O 20.334 1.572 23.246 0.495 0.281 -0.035
O 17.424 -2.511 -5.662 0.119 0.145 -0.142
O -28.705 1.508 25.785 -0.308 -0.486 0.457
O -30.264 -0.706 -5.952 -0.098 -0.057 -0.104
O -28.157 6.366 -1.477 -0.219 -0.057 -0.412
O 19.067 -7.948 -0.367 0.048 0.199 -0.425
O -14.627 -1.747 23.318 -0.411 -0.218 0.219
O 12.257 -1.782 23.21 -0.269 0.196 0.331
O 10.927 5.311 -0.648 0.289 -0.091 -0.226
O 23.765 2.718 -3.258 0.051 -0.441 0.434
O 12.998 2.83 24.742 0.339 -0.401 -0.244
O 17.94 -2.85 -3.038 -0.354 -0.151 -0.012
O 28.944 5.459 23.152 0.362 0.478 -0.265
O 17.928 6.959 -4.84 -0.349 -0.257 -0.53
O 16.068 -4.363 25.4 -0.099 0.409 0.322
O -4.077 -5.742 -4.083 0.363 0.258 -0.105
O -26.375 5.714 25.677 -0.225 0.045 0.083
O 16.076 5.572 -3.531 -0.056 -0.178 0.5
O 27.152 6.495 -3.241 0.473 0.243 -0.025
O -31.405 -3.605 24.617 0.325 -0.104 0.407
O 24.196 -7.25 -7.09 0.13 0.036 -0.092
O -28.497 -7.583 -5.313 -0.381 -0.093 -0.291
O 21.69 0.009 -0.456 0.154 -0.153 -0.406
O 15.171 -6.5 -1.8 -0.401 0.186 0.214
O 16.907 -5.218 -3.419 -0.367 0.273 -0.199
O 27.117 0.217 -3.685 0.35 0.557 -0.17
O -27.215 -2.618 -3.644 -0.078 0.54 -0.151
O -1.588 7.298 -1.436 -0.472 -0.042 -0.199
O -29.076 1.669 -1.112 -0.807 -0.188 -0.036
O 14.728 1.931 -1.389 -0.147 -0.269 -0.23
O 13.068 -1.462 25.71 -0.441 0.674 0.242
O 15.604 1.783 23.026 0.178 0.117 0.214
O -15.821 2.224 25.286 0.038 0.17 0.21
O 11.658 1.76 -5.523 -0.215 0.09 0.115
O 21.849 0.833 -3.483 0.16 0.236 0.28
O 18.088 -2.356 24.387 0.011 0.077 0.152
O 22.171 6.741 24.296 -0.291 -0.047 0.307
O -17.63 7.795 -1.14 -0.433 0.117 -0.107
O 30.158 6.167 25.425 -0.115 -0.307 0.712
O 8.813 -3.747 -1.158 -0.151 -0.292 -0.317
O -14.894 4.687 25.147 0.136 0.476 0.045
O -26.291 4.595 -1.023 -0.028 -0.016 -0.046
O -28.601 2.061 23.159 0.215 0.05 0.043
O 31.94 -3.446 22.706 0.305 0.457 -0.128
O 29.969 -5.216 22.075 -0.071 0.085 0.245
O 29.822 -2.591 -0.369 0.14 0.159 -0.35
O 30.568 1.298 -1.004 -0.848 0.154 -0.062
O -17.719 -3.723 -6.927 -0.012 -0.177 0.027
O -27.292 -2.636 22.084 0.19 -0.158 0.493
O 28.112 3.008 22.847 0.323 -0.432 0.068
O 24.349 5.689 21.829 -0.182 -0.123 0.257
O 32.137 2.99 25.102 -0.422 0.073 -0.275
O 25.882 4.207 -3.024 0.235 -0.294 0.089
O 29.963 0.191 22.147 -0.11 -0.118 0.114
O 20.25 7.634 -3.722 0.417 0.49 0.156
O 3.672 5.912 -6.857 0.041 -0.422 0.003
O -24.538 2.725 -0.33 -0.084 -0.158 -0.553
O -25.002 0.47 -3.583 -0.134 0.222 0.17
O -11.865 7.183 23.102 -0.111 0.211 0.528
O -31.251 -1.637 23.014 -0.337 0.195 0.47
O -23.204 7.071 -1.308 0.013 0.617 0.116
O -32.643 -5.449 -6.133 -0.515 -0.001 -0.047
O -22.477 -2.5 25.184 -0.178 0.145 0.4
O -25.548 -5.83 -6.716 -0.301 -0.03 0.251
O -24.657 -5.474 22.202 0.228 0.225 0.637
O -26.574 -7.158 23.025 0.069 0.213 0.419
O 26.944 -0.138 25.456 -0.287 -0.23 -0.3
O -24.059 5.125 -2.945 0.167 -0.287 0.225
O -22.791 1.055 -1.268 -0.222 0.103 -0.344
O -29.491 -3.644 22.855 -0.276 -0.239 0.24
O 26.983 -6.665 25.564 -0.225 -0.399 -0.002
O -22.972 -4.143 -3.524 0.424 0.391 -0.065
O 32.463 5.556 -0.325 0.105 0.141 -0.328
O -32.644 -0.092 -0.318 0.167 0.044 -0.221
O -19.827 -5.152 -2.877 -0.161 0.328 0.151
O -27.132 8.09 25.325 -0.219 0.304 0.323
O -22.042 6.483 -3.678 0.522 0.164 0.076
O 29.762 -7.81 -3.234 -0.464 -0.44 -0.25
O -32.439 -3.556 -3.216 -0.218 -0.031 -0.607
O -5.511 -2.703 25.265 0.024 0.14 0.281
O -10.478 -4.977 25.882 -0.132 0.537 -0.013
O 17.988 2.524 23.977 0.203 0.698 -0.42
O -26.175 4.123 23.441 -0.634 -0.089 -0.061
O 26.148 6.843 23.186 0.101 0.432 0.255
O -14.72 7.641 -5.298 0.194 -0.272 -0.321
O -31.1 1.862 -5.788 -0.48 0.154 -0.379
O -25.603 -1.067 23.222 0.085 0.264 0.147
O 1.315 -3.593 -5.733 0.203 -0.373 -0.017
O 17.634 -0.555 -3.834 0.428 0.049 0.01
O -27.991 -3.496 -1.335 -0.448 -0.017 -0.283
O -29.169 -7.713 23.781 -0.26 -0.441 -0.079
O 25.435 -4.549 25.404 -0.653 0.057 0.004
O -27.78 -5.092 -4.58 -0.066 -0.064 -0.258
O -31.136 -2.063 -1.311 0.086 -0.143 -0.052
O -32.394 6.578 25.509 0.274 -0.368 -0.21
O 28.086 -1.195 23.255 -0.218 -0.227 0.049
O 26.023 4.183 23.782 -0.697 -0.247 -0.249
O -17.53 -4.68 23.465 0.567 0.316 0.333
O -27.101 -5.584 -0.283 0.055 0.018 -0.146
O 23.088 6.997 -5.928 -0.772 -0.271 -0.08
O 8.713 -4.798 -4.769 -0.071 -0.075 -0.424
O -29.634 4.076 -5.134 0.113 0.382 0.273
O -19.247 -2.597 -0.386 -0.134 0.119 -0.21
O 32.023 1.573 22.968 0.34 -0.272 0.1
O -8.334 -8.142 -3.554 0.396 0.17 0.01
O -25.462 -4.023 -2.37 -0.04 -0.747 -0.304
O 27.216 -5.376 -0.313 0.066 0.042 -0.19
O 23.547 1.324 -5.479 0.187 -0.283 0.212
O 31.409 6.77 23.31 -0.453 -0.522 0.204
O -14.182 -3.903 24.57 -0.408 -0.048 0.315
O -27.468 3.701 -6.608 0.387 0.331 -0.241
O -28.68 -2.859 -5.75 0.133 0.031 -0.38
O 17.535 1.352 -5.466 -0.31 0.414 -0.203
O 7.447 0.985 -5.178 0.43 0.313 0.176
O -29.909 0.168 21.93 0.221 -0.147 0.327
O -7.848 3.278 -3.496 -0.076 -0.034 0.239
O -21.215 -7.699 -6.11 -0.052 -0.281 0.064
O -13.496 5.325 22.218 -0.006 0.074 0.288
O 30.509 7.179 -1.113 0.085 -0.139 -0.3
O 8.41 0.565 25.714 0.58 -0.12 0.1
O -20.549 -1.822 23.527 -0.124 -0.531 0.112
O 29.599 -6.891 -5.646 -0.193 0.404 0.07
O 27.249 5.374 -0.072 -0.048 -0.097 -0.347
O -12.605 -5.784 -2.865 -0.245 -0.288 0.356
O 22.809 -7.398 25.973 0.435 -0.146 -0.252
O -31.248 -3.159 -6.002 -0.164 -0.11 0.269
O 28.084 -0.819 -1.28 0.39 0.201 -0.353
O 22.402 4.636 25.915 -0.16 0.376 0.358
O -10.825 -7.307 24.753 0.346 0.222 0.005
O -23.599 1.258 23.37 -0.31 -0.061 0.1
O -6.401 -4.177 23.309 0.118 -0.064 0.081
O -6.015 1.541 25.397 -0.177 0.121 0.268
O -32.522 -7.803 22.124 -0.143 -0.271 0.316
O -17.562 -6.321 -2.842 0.189 -0.348 -0.499
O -9.181 -1.442 -1.563 -0.048 -0.325 -0.091
O 25.988 -1.591 -5.3 -0.147 -0.381 0.452
O -23.209 2.016 25.912 -0.344 0.017 0.297
O -29.504 3.811 25.007 0.247 0.316 -0.519
O -29.914 5.488 22.224 0.085 0.31 0.276
O -26.013 -1.768 -1.327 0.359 0.102 -0.255
O 31.927 -7.584 -4.718 0.169 -0.357 0.265
O -14.71 3.51 -1.334 -0.017 0.127 -0.314
O 15.389 0.759 -4.02 -0.364 0.368 0.037
O -24.521 -4.075 25.044 -0.306 -0.088 -0.116
O -19.743 -7.631 -3.877 0.614 -0.093 0.16
O 27.361 5.841 25.253 -0.072 -0.12 0.61
O 18.227 3.705 -1.188 0.194 0.433 -0.315
O -29.865 8.054 -0.379 -0.291 -0.167 -0.128
O -20.447 1.283 -2.454 -0.129 -0.059 -0.602
O -16.293 5.511 -0.508 0.133 -0.104 -0.345
O 21.003 5.176 -3.287 0.625 -0.099 0.031
O 24.535 5.839 25.014 0.005 0.386 0.27
O 19.922 0.182 -5.162 -0.181 0.261 -0.048
O -10.762 2.783 25.159 0.135 0.372 0.672
O 0.074 7.738 -3.455 0.242 0.304 -0.138
O -22.042 -5.045 24.585 0.15 -0.033 0.02
O 31.523 -2.651 25.126 -0.012 0.281 0.02
O 2.331 0.109 25.107 -0.321 0.306 -0.493
O 11.154 -5.522 -3.888 0.44 0.39 0.164
O -8.184 -5.726 22.172 -0.002 -0.03 0.421
O -9.53 4.248 -1.612 -0.424 0.299 -0.123
O -17.65 -4.091 -1.611 0.58 0.097 -0.164
O -18.798 2.944 -3.575 0.42 -0.009 -0.185
O -12.334 -1.885 -5.585 0.05 0.34 -0.381
O -27.257 0.058 -0.171 -0.19 0.276 -0.466
O -12.366 6.108 -1.294 0.182 -0.639 -0.046
O 26.751 5.243 -5.41 -0.09 -0.342 -0.607
O -22.986 7.492 23.186 -0.451 0.076 0.394
O -9.772 3.91 23.065 -0.232 0.287 -0.103
O 20.721 -5.859 -6.105 0.077 0.05 0.285
O -6.293 0.811 -1.345 -0.299 0.071 -0.471
O -18.56 -7.874 -6.188 0.55 0.289 0.399
O 2.788 0.432 -3.462 -0.113 -0.342 -0.083
O -29.307 -1.924 24.823 0.083 0.214 -0.328
O -12.398 -4.915 22.965 0.437 -0.243 0.103
O 6.878 -1.284 23.252 0.595 0.19 0.173
O -30.89 -6.35 25.358 -0.457 0.122 -0.252
O -2.605 -7.959 -3.628 -0.03 -0.105 -0.263
O -26.177 7.925 -6.191 0.536 -0.062 0.596
O -19.268 -5.683 22.041 -0.311 0.336 0.117
O -19.89 2.095 -5.854 -0.125 -0.334 0.258
O 9.175 -1.074 -5.703 0.047 -0.135 0.267
O 18.516 -1.414 -1.004 -0.171 -0.025 -0.189
O 8.348 5.808 -4.931 0.465 -0.145 -0.084
O -21.811 -5.385 -0.317 -0.138 0.073 -0.269
O 30.489 -0.426 -3.065 0.21 -0.161 0.299
O -17.11 -4.889 25.919 0.254 0.541 -0.195
O -21.109 -0.958 -1.289 -0.178 -0.517 -0.298
O 30.511 -1.192 -5.533 0.693 0.204 -0.032
O -13.367 -4.281 -5.779 0.128 -0.38 -0.242
O -10.833 -2.998 22.061 -0.08 -0.223 -0.013
O -19.876 4.358 23.075 0.411 0.209 -0.005
O -15.451 -0.782 -6.978 -0.407 -0.178 -0.191
O 2.788 -6.737 24.873 0.374 -0.341 0.163
O 22.051 -1.311 -4.85 0.587 -0.074 0.11
O -19.092 -0.108 22.247 -0.219 0.01 -0.117
O 28.124 -0.434 -6.255 -0.229 0.518 -0.336
O -14.256 2.21 -6.48 0.175 -0.4 0.473
O -8.021 2.575 -0.43 -0.045 0.12 -0.577
O 2.407 -2.857 -3.458 0.292 0.058 -0.436
O -15.732 -6.627 -1.028 0.136 0.677 -0.113
O -14.404 -4.009 -3.324 -0.743 0.019 0.355
O 20.729 -7.278 24.615 -0.421 -0.074 -0.135
O 27.874 -6.436 23.041 -0.572 0.406 0.026
O 23.806 -5.768 -2.905 -0.022 0.16 0.34
O -10.367 -1.259 -3.952 -0.11 0.537 -0.593
O 20.208 3.445 25.113 -0.344 0.5 -0.295
O -13.319 2.548 24.864 -0.051 -0.074 0.48
O 22.161 1.968 26.016 0.441 -0.052 -0.458
O -10.457 -6.796 -3.863 -0.096 0.444 -0.622
O 15.438 -1.895 -4.016 -0.182 -0.384 0.078
O -10.117 -1.251 26.059 -0.031 -0.181 0.42
O -24.308 -0.377 25.367 0.214 -0.223 0.274
O -0.205 5.712 24.61 0.248 0.035 0.192
O -23.104 -3.469 22.875 0.321 0.502 0.005
O -16.459 0.081 -0.335 -0.154 -0.112 -0.501
O 24.947 -2.094 24.38 0.223 0.481 -0.188
O 17.457 1.804 -2.766 -0.54 0.298 0.211
O 31.853 -5.271 24.482 0.085 -0.301 -0.242
O -16.022 3.585 -5.258 0.442 -0.129 0.599
O -16.371 -0.342 25.406 -0.263 -0.464 -0.106
O -14.766 -1.319 -1.626 0.231 -0.363 -0.267
O -13.105 3.153 -3.413 -0.416 -0.196 -0.257
O -24.502 5.602 22.225 0.258 -0.018 0.102
O -26.595 3.193 25.854 0.05 0.187 0.289
O 29.542 -6.677 -0.812 0.284 0.442 -0.328
O -19.016 7.533 26.005 -0.31 0.336 -0.07
O -10.458 3.328 -3.883 -0.009 -0.657 -0.084
O 7.354 -5.817 -2.835 -0.223 0.111 0.139
O 28.645 7.887 24.356 0.342 0.17 -0.312
O -16.547 6.752 25.556 0.189 0.118 -0.111
O -11.881 -3.256 -3.36 0.453 -0.226 0.037
O -12.973 -3.861 -1.084 -0.309 0.078 -0.199
O 19.908 7.987 -6.328 0.258 -0.449 -0.37
O -15.212 -0.848 -4.24 -0.082 -0.107 -0.021
O 19.998 -3.53 -1.406 -0.308 -0.146 -0.189
O -25.335 3.058 -3.576 0.136 -0.131 0.119
O -24.902 4.865 -5.477 -0.401 0.116 -0.207
O -30.304 -2.16 -3.775 -0.017 0.555 0.151
O 1.814 -1.778 23.342 -0.151 -0.162 0.062
O -10.959 -5.442 -0.367 0.307 -0.2 -0.361
O -6.515 1.374 -4.873 0.271 0.1 -0.427
O -9.521 -7.378 -1.366 0.266 -0.343 -0.088
O -0.153 -2.268 -4.073 -0.06 0 0.441
O -3.873 3.721 -1.435 0.294 -0.496 -0.212
O -12.227 3.788 -5.776 0.389 0.293 -0.428
O -12.91 -5.977 25.358 -0.626 -0.275 0.278
O -21.552 -7.514 25.119 -0.083 -0.228 0.503
O 24.196 -3.264 -3.437 0.163 0.207 -0.229
O -20.305 -7.235 -1.333 0.356 -0.651 -0.014
O 19.905 4.725 -5.63 0.19 0.464 -0.036
O 20.284 -2.902 25.515 0.015 0.635 0.275
O -29.984 2.097 -3.483 -0.331 -0.287 -0.061
O -10.004 6.558 24.769 -0.12 -0.095 0.204
O -16.514 1.012 -5.506 -0.303 0.075 -0.069
O -20.952 6.376 24.34 0.416 0.044 0.102
O 14.575 -6.175 24.331 0.418 -0.231 0.02
O -13.425 0.092 22.091 0.042 0.023 0.451
O 19.3 1.079 25.69 -0.037 0.021 0.161
O -9.121 5.602 -3.805 -0.359 0.134 0.198
O 13.719 1.531 -6.976 0.232 0.481 -0.098
O -14.596 1.146 -2.61 -0.299 0.117 0.089
O -2.754 5.602 25.161 -0.546 0.359 0.564
O -28.461 3.883 -2.321 -0.402 0.16 0.166
O -23.726 -7.654 -6.997 0.034 -0.347 -0.151
O 10.455 8.132 25.467 0.316 -0.142 -0.145
O -20 3.62 -1.295 -0.304 0.402 -0.242
O -15.056 3.291 22.978 -0.401 -0.349 -0.151
O -22.473 5.539 -6.136 0.17 0.126 -0.305
O -23.977 -0.883 -5.613 0.176 -0.469 -0.044
O -8.425 -5.555 -2.815 0.022 -0.029 -0.101
O -24.25 4.313 25.256 0.073 0.536 -0.149
O -31.24 -6.122 -4.107 0.1 0.117 -0.165
O -29.082 -6.635 -2.87 0.407 -0.113 0.542
O -21.679 5.343 -0.295 0.188 -0.068 -0.139
O -8.008 -0.424 -3.765 -0.47 0.399 -0.193
O -16.19 -8.142 22.277 -0.009 -0.154 0.429
O -3.444 6.42 -6.317 0.078 0.124 0.571
O -12.572 1.967 -1.175 0.101 0.254 -0.288
O -26.741 -7.344 -3.453 -0.1 -0.431 0.149
O 25.947 1.63 23.253 -0.117 -0.33 0.267
O -7.837 -0.256 25.372 -0.049 -0.577 -0.46
O -24.474 7.641 -3.423 -0.174 0.137 -0.232
O 30.898 -5.471 -3.676 -0.1 -0.027 -0.164
O -11.902 5.47 -3.799 0.181 0.263 -0.087
O 23.253 -0.324 25.372 0.162 0.215 -0.314
O -18.116 1.811 -1.311 0.182 0.221 0.015
O 23.762 5.359 -3.971 -0.226 -0.082 -0.186
O -31.826 3.797 22.954 -0.215 0.333 0.235
O 16.608 -7.789 21.92 0.142 0.079 0.583
O -28.614 1.317 -6.271 0.398 -0.089 0.392
O -13.729 8.114 -0.354 -0.178 0.249 -0.551
O 28.502 4.334 -3.697 0.125 -0.105 -0.351
O -15.728 -3.463 -5.449 0.421 0.437 -0.164
O 32.134 1.714 -2.995 0.588 -0.366 -0.206
O -15.086 -6.037 -4.926 -0.625 -0.096 0.337
O -8.733 7.122 -5.912 -0.403 -0.055 0.045
O 9.737 0.703 -1.261 -0.2 0.249 -0.428
O 14.438 3.624 -3.461 0.19 -0.234 -0.276
O 15.118 -0.619 -6.238 0.275 -0.177 -0.338
O 28.397 -1.883 -4.153 -0.236 -0.739 0.305
O -8.036 5.456 21.99 -0.009 0.073 0.441
O -9.529 -8.016 22.707 0.111 -0.267 -0.082
O 14.92 4.502 24.318 -0.008 -0.596 0.373
O -11.768 0.366 24.875 -0.395 -0.116 0.387
O -12.426 7.956 -3.072 -0.19 0.151 0.481
O 9.378 -1.623 -2.523 -0.072 0.043 -0.25
O -19.264 4.716 25.562 0.049 0.109 -0.367
O -10.938 0.043 -0.423 -0.047 0.193 -0.525
O -4.614 5.857 -2.803 0.448 0.218 0.145
O -20.085 6.495 -5.322 0.6 -0.307 -0.298
O 10.88 2.795 22.192 0.22 -0.073 0.707
O 4.432 4.432 24.403 0.069 -0.026 0.268
O 25.319 -3.701 -1.128 -0.39 -0.122 -0.002
O 10.768 1.378 24.949 0.195 -0.509 -0.011
O -21.798 0.07 24.828 0.538 0.278 -0.191
O -27.413 1.556 -3.187 0.018 -0.445 0.004
O -15.968 8.045 -3.088 -0.004 0.204 -0.13
O 17.556 -5.87 -1.014 0.654 0.305 -0.172
O 0.993 4.059 22.957 -0.4 -0.504 0.158
O -17.97 -3.982 -4.252 -0.238 -0.165 0.126
O 13.589 -2.609 -0.541 -0.147 0.103 -0.47
O 5.6 -7.492 25.728 0.102 0.11 -0.191
O -28.584 -5.396 24.552 0.481 0.221 -0.448
O 0.581 -4.729 -3.434 -0.136 -0.39 -0.2
O 8.933 1.267 23.155 -0.619 -0.214 -0.002
O -27.702 6.794 22.96 0.365 -0.092 0.081
O -30.96 1.72 24.318 -0.176 -0.317 0.329
O -14.104 -1.565 25.889 0.529 -0.11 0.358
O 30.431 -2.993 -3.408 -0.19 -0.12 0.003
O 25.332 7.359 -4.785 0.047 0.582 0.154
O 6.007 -3.274 24.868 -0.461 -0.393 0.093
O -26.46 0.821 24.888 -0.186 0.222 -0.401
O 29.431 -6.029 25.15 -0.228 0.682 0.274
O 20.238 -1.361 -2.982 0.301 -0.006 0.297
O -3.043 3.674 -6.092 -0.18 -0.115 -0.016
O 21.087 -3.238 -6.261 -0.244 0.366 -0.48
O 2.323 1.433 -5.783 -0.43 0.239 -0.648
O -19.523 -5.656 25.023 -0.156 0.271 -0.142
O 1.575 6.866 -5.416 -0.001 0.63 -0.253
O -31.99 3.733 -4.142 -0.228 0.38 -0.409
O -0.641 3.474 -5.235 -0.212 -0.158 -0.74
O -28.261 6.12 -5.96 0.065 0.079 0.066
O -22.02 -6.579 -3.254 -0.31 -0.197 0.335
O 17.273 -5.071 -5.926 -0.486 -0.583 -0.04
O -5.411 2.59 22.188 -0.254 0.198 0.604
O -22.381 -0.097 -3.558 0.323 -0.022 -0.574
O 29.365 -1.187 25.573 0.242 0.508 -0.014
O -14.323 6.083 -3.189 -0.21 -0.615 0.05
O 28.971 3.763 -1.183 0.056 -0.356 -0.02
O 6.472 3.053 -3.765 0.413 -0.049 -0.302
O -20.657 -7.794 22.756 0.232 -0.023 0.166
O -14.582 -6.278 23.273 -0.097 -0.169 0.403
O -26.102 -3.47 -5.867 0.449 0.46 -0.004
O 9.29 5.704 25.646 -0.27 0.035 0.078

Results
total energy: -406617.345 eV
total energy less fixed offsets of O -438.25, Si -107.07 eV per atom: -4.545 eV
